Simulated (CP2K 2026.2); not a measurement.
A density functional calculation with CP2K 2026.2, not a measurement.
Periodic cell of 1152 atoms, Si864O288, from a study of silicon, its oxide and their interface. The atomic structure is a simulated model.
Doubt: the forces sum to 4.34 eV/angstrom along one axis rather than to zero, so they err by at least 0.0038 eV/angstrom per atom on average; the grid cutoff is modest.

Settings: functional PBE; method Gaussian and plane waves; basis set DZVP-MOLOPT-SR-GTH; pseudopotentials GTH-PBE; grid cutoff 350 Ry, relative cutoff 50 Ry; k points Gamma only; occupations fixed; spin none; net charge 0.

Cell vectors (angstrom)
a	32.64	0	0
b	0	16.32	0
c	4.5168	4.1292	39.4846

Atoms: element, x, y, z (angstrom)
Si	1.4163	14.7475	0.2332
Si	4.4937	1.1207	0.1663
Si	0.9978	4.3829	0.0706
Si	3.889	7.1704	0.1103
Si	1.6379	9.3201	0.0396
Si	3.6544	12.5791	0.1325
Si	11.1895	19.3294	39.3872
Si	13.9254	5.7277	39.3664
Si	7.1462	3.7866	0.0471
Si	14.5029	10.8795	39.4794
Si	11.1386	13.4425	39.2922
Si	9.8361	11.9667	0.2658
Si	12.6755	14.5665	0.3149
Si	15.4676	0.8548	0.1991
Si	12.0472	4.3653	0.0954
Si	15.327	6.4567	0.202
Si	12.0587	9.7988	0.0001
Si	14.964	12.5276	0.1027
Si	17.6678	15.0256	0.5692
Si	20.4789	1.0846	0.5249
Si	17.5775	4.2849	0.2068
Si	20.3008	6.9107	0.3436
Si	22.6141	13.291	39.4589
Si	19.7632	12.7692	0.2238
Si	22.6984	15.2862	0.3267
Si	30.1405	5.2811	39.4025
Si	27.0073	8.8253	39.439
Si	25.5274	7.0459	0.0179
Si	27.8326	13.3857	39.3928
Si	30.4886	16.0847	39.3246
Si	33.3243	18.9211	39.2065
Si	35.6948	5.8247	39.2991
Si	33.3067	7.9052	39.2645
Si	35.9216	10.7008	39.4505
Si	32.7203	13.8618	39.427
Si	31.0377	12.583	0.0226
Si	2.7462	16.3498	1.3424
Si	5.6244	2.6765	1.4639
Si	2.7155	5.4759	1.2534
Si	5.4118	8.2288	1.4796
Si	2.6743	10.902	1.4326
Si	5.4496	13.6391	1.246
Si	8.2782	16.3091	1.2339
Si	10.9192	2.7229	1.3214
Si	8.2842	5.5101	1.1949
Si	11.026	8.2242	1.4351
Si	8.0963	10.7242	1.2171
Si	11.0516	13.4589	1.5707
Si	13.7918	16.201	1.5456
Si	16.4498	2.612	1.4382
Si	13.6709	5.389	1.4516
Si	16.4641	8.1219	1.3766
Si	13.7203	10.8854	1.2944
Si	16.2888	13.5829	1.7018
Si	19.0667	16.2676	1.9217
Si	21.6736	2.898	1.3592
Si	18.9982	5.4752	1.614
Si	21.795	8.271	1.4465
Si	18.9565	10.8916	1.403
Si	21.561	13.639	1.4956
Si	24.3861	16.334	1.5098
Si	27.1869	2.5733	1.0883
Si	24.2971	5.5128	1.2941
Si	27.0973	8.1968	1.3226
Si	24.4197	10.8711	1.2464
Si	27.1562	13.6393	1.0671
Si	29.9587	16.3696	1.0858
Si	32.5668	2.7864	1.3688
Si	29.8301	5.3796	1.2269
Si	32.6128	8.1597	1.2499
Si	29.8402	10.9176	1.2
Si	32.5374	13.5932	1.5222
Si	1.3648	1.4134	2.65
Si	4.1039	4.0913	2.6147
Si	1.348	6.8196	2.6645
Si	4.0891	9.6213	2.8002
Si	1.2714	12.1921	2.7948
Si	4.1004	14.9579	2.7034
Si	6.9503	1.2779	2.7638
Si	9.5692	4.1247	2.6775
Si	6.8484	6.7672	2.6371
Si	9.485	9.4713	2.7066
Si	6.8099	12.2113	2.5809
Si	9.6016	14.9465	2.6695
Si	12.3043	1.3373	2.6805
Si	15.0018	3.9699	2.7704
Si	12.3492	6.8185	2.782
Si	15.0302	9.4916	2.6776
Si	12.3879	12.1085	2.8707
Si	14.9854	14.9262	3.0561
Si	17.6931	1.4172	3.0202
Si	20.3757	4.0956	2.8842
Si	17.6693	6.8383	2.9121
Si	20.4217	9.6348	2.7718
Si	17.6382	12.1272	2.9045
Si	20.4163	14.8672	3.1036
Si	23.0742	1.5089	2.7495
Si	25.7867	4.0346	2.4765
Si	23.0975	6.8542	2.8026
Si	25.7708	9.5621	2.7021
Si	23.0614	12.2281	2.6516
Si	25.8429	14.9037	2.6295
Si	28.5545	1.3195	2.5475
Si	31.1851	4.1133	2.7059
Si	28.4995	6.7879	2.5859
Si	31.2257	9.5451	2.5719
Si	28.4916	12.3072	2.5688
Si	31.2082	15.0862	2.6748
Si	32.6274	16.3852	4.0221
Si	2.7335	2.7564	4.0067
Si	32.6102	5.4659	4.025
Si	2.6992	8.1803	4.0518
Si	32.5439	10.8282	4.0714
Si	2.7085	13.5955	4.0529
Si	5.4798	16.2918	4.0709
Si	8.2389	2.7361	4.0727
Si	5.4573	5.4333	4.0013
Si	8.1671	8.1059	4.0695
Si	5.4823	10.9545	4.0889
Si	8.1811	13.5758	3.9801
Si	10.9218	16.3174	4.0592
Si	13.6095	2.6719	4.1312
Si	10.9244	5.4505	4.0803
Si	13.6823	8.1713	4.1196
Si	10.8826	10.8025	4.1059
Si	13.609	13.5254	4.2881
Si	16.3445	16.3287	4.3208
Si	19.0683	2.7673	4.2973
Si	16.3037	5.4036	4.1664
Si	19.0893	8.216	4.1601
Si	16.2806	10.7982	4.2086
Si	19.0008	13.4852	4.2988
Si	21.8034	16.3943	4.1935
Si	24.5123	2.7839	4.0529
Si	21.7613	5.4804	4.1671
Si	24.4815	8.1945	4.1187
Si	21.7853	10.9203	4.1465
Si	24.4711	13.577	4.0118
Si	27.2043	16.2997	3.9711
Si	29.849	2.6949	3.9997
Si	27.1319	5.4085	3.9196
Si	29.883	8.1591	3.9448
Si	27.1735	10.9389	3.9995
Si	29.8486	13.6571	3.982
Si	33.9533	14.9232	21.6948
Si	4.0995	17.7198	21.6662
Si	34.0418	4.16	21.7171
Si	4.0819	6.8505	21.7603
Si	33.9926	9.5229	21.7923
Si	4.0219	12.1967	21.7223
Si	6.7815	14.9796	21.6614
Si	9.5356	17.7252	21.6311
Si	6.8064	4.1525	21.6721
Si	9.5007	6.815	21.7474
Si	6.772	9.529	21.7529
Si	9.4873	12.224	21.7161
Si	12.2372	14.9608	21.7257
Si	14.9468	17.6529	21.7594
Si	12.2176	4.079	21.6948
Si	14.9654	6.8105	21.7538
Si	12.2304	9.5058	21.739
Si	14.9252	12.2281	21.7668
Si	17.6747	14.9557	21.762
Si	20.4179	17.6742	21.7878
Si	17.6994	4.0797	21.7985
Si	20.3965	6.7866	21.8043
Si	17.6696	9.5133	21.7667
Si	20.4052	12.2129	21.8142
Si	23.1388	14.9403	21.7975
Si	25.8692	17.6374	21.7644
Si	23.1464	4.0694	21.7704
Si	25.8943	6.7931	21.8268
Si	23.137	9.5229	21.8457
Si	25.8578	12.235	21.8459
Si	28.5562	14.9352	21.7953
Si	31.2318	17.6757	21.7478
Si	28.6022	4.0868	21.7918
Si	31.3231	6.8448	21.8146
Si	28.5952	9.5046	21.8429
Si	31.2719	12.2041	21.787
Si	2.7438	16.2864	22.929
Si	5.4202	2.839	23.0016
Si	2.7272	5.5257	23.1485
Si	5.4524	8.1729	23.1543
Si	2.673	10.8813	23.1754
Si	5.4395	13.5585	22.9725
Si	8.1389	16.413	22.9398
Si	10.8791	2.7086	23.0508
Si	8.1547	5.4476	23.1072
Si	10.8553	8.1794	23.1091
Si	8.1326	10.8807	23.1102
Si	10.8316	13.6136	23.0344
Si	13.5887	16.2888	23.1365
Si	16.3264	2.6825	23.0999
Si	13.544	5.4594	23.0381
Si	16.3361	8.1487	23.1392
Si	13.5808	10.8341	23.1238
Si	16.2593	13.6349	23.1019
Si	19.0528	16.2942	23.1218
Si	21.7689	2.7422	23.1368
Si	19.0383	5.4463	23.2032
Si	21.7455	8.1481	23.1658
Si	18.9911	10.8697	23.153
Si	21.8008	13.5563	23.1609
Si	24.4885	16.3179	23.1467
Si	27.2783	2.6392	23.0978
Si	24.5517	5.3723	23.1327
Si	27.2444	8.1502	23.2272
Si	24.5059	10.8785	23.2321
Si	27.2206	13.596	23.2122
Si	29.9066	16.285	23.1617
Si	32.6233	2.7966	22.9624
Si	29.9536	5.4868	23.1479
Si	32.6883	8.1839	23.2311
Si	29.977	10.8376	23.2177
Si	32.6115	13.5859	23.1219
Si	34.02	17.7164	24.1464
Si	4.1513	4.2044	24.4514
Si	34.0321	6.8217	24.6271
Si	4.0517	9.5061	24.5163
Si	33.9189	12.2544	24.5413
Si	4.0737	14.8959	24.2757
Si	6.8261	17.8293	24.2704
Si	9.5353	4.0535	24.4208
Si	6.8564	6.8232	24.5239
Si	9.4958	9.5357	24.4847
Si	6.7594	12.2745	24.4194
Si	9.4168	15.0252	24.2922
Si	12.1709	17.6343	24.4391
Si	14.8896	4.0714	24.3347
Si	12.1953	6.785	24.4473
Si	14.965	9.4687	24.5067
Si	12.1749	12.2376	24.3895
Si	14.9551	14.9644	24.5532
Si	17.6827	17.6324	24.4857
Si	20.4178	4.0711	24.5408
Si	17.6527	6.806	24.5723
Si	20.309	9.4773	24.5273
Si	17.5874	12.2792	24.4456
Si	20.4364	14.9335	24.4689
Si	23.1517	17.7305	24.4841
Si	25.9367	3.9519	24.4489
Si	23.1824	6.7578	24.4334
Si	25.8999	9.5359	24.5934
Si	23.1125	12.2113	24.6041
Si	25.8098	14.9642	24.5483
Si	28.5731	17.6313	24.5566
Si	31.359	4.1254	24.4341
Si	28.6285	6.8025	24.6006
Si	31.3635	9.527	24.6561
Si	28.6266	12.2202	24.5537
Si	31.2736	14.9278	24.5144
Si	32.738	16.4144	25.5667
Si	35.3008	2.7708	25.4986
Si	32.6426	5.4396	25.9577
Si	35.4039	8.1606	26.0207
Si	32.6334	10.9633	26.1011
Si	35.3613	13.6428	25.7533
Si	5.4179	16.4067	25.4042
Si	8.1578	2.7425	25.7861
Si	5.5133	5.4903	25.9441
Si	8.2567	8.1542	25.9296
Si	5.4218	10.9293	25.798
Si	7.9846	13.8089	25.69
Si	10.7465	16.2778	25.7453
Si	13.5667	2.6997	25.6907
Si	10.8595	5.3973	25.813
Si	13.5665	8.0875	25.836
Si	10.7515	11.0001	25.8054
Si	13.5363	13.5402	25.7886
Si	16.3573	16.2971	25.9441
Si	19.0362	19.0089	25.8593
Si	16.1972	5.3858	25.7593
Si	18.9925	8.1339	26.0188
Si	16.2717	10.9221	25.8506
Si	19.0007	13.5932	25.7735
Si	21.7829	16.3606	25.7856
Si	24.5865	18.9874	25.8893
Si	21.8602	5.4133	25.8379
Si	24.5234	8.0957	25.8334
Si	21.6666	10.833	25.8831
Si	24.4662	13.6004	25.9674
Si	27.1496	16.3233	25.9576
Si	30.0782	19.0001	25.7445
Si	27.3219	5.2373	25.8127
Si	30.0244	8.1442	26.0311
Si	27.3016	10.8748	25.978
Si	29.9552	13.5817	25.9713
Si	34.3431	15.4291	26.8772
Si	3.9151	17.5825	26.6533
Si	33.8813	3.7718	27.0226
Si	4.4662	7.1037	27.328
Si	34.2814	9.7911	27.3196
Si	3.8156	12.0622	27.0924
Si	6.6945	15.3713	27.0012
Si	9.1209	17.3476	27.071
Si	7.1847	4.369	27.1912
Si	9.4546	6.5653	27.2958
Si	6.6319	9.3902	27.0808
Si	9.5384	12.7111	26.9941
Si	11.9066	14.6813	26.9992
Si	15.1347	17.9792	27.0557
Si	12.3542	4.1164	27.0854
Si	14.5795	6.355	27.1573
Si	12.3635	9.7651	26.9594
Si	14.6042	11.962	27.1816
Si	18.0509	15.18	27.2145
Si	20.2506	17.4657	27.1667
Si	17.3493	3.8212	27.0337
Si	20.6987	6.9275	27.1804
Si	17.8168	9.8312	27.2336
Si	20.0481	12.0321	27.1469
Si	23.2593	15.2336	27.1894
Si	25.5643	17.392	27.3819
Si	23.5403	4.3422	27.1217
Si	25.7876	6.478	26.9998
Si	22.8319	9.1834	27.0683
Si	26.1212	12.4823	27.2317
Si	28.3046	14.7151	27.1856
Si	31.7041	17.8916	27.0155
Si	28.9431	4.1	27.1606
Si	31.0372	6.4659	27.3999
Si	28.933	9.7686	27.336
Si	31.0455	12.1325	27.5256
Si	36.2223	17.8865	33.0865
Si	5.6451	6.4347	32.814
Si	9.6945	9.5069	37.5792
Si	31.7413	13.7857	30.2799
Si	25.1254	13.206	32.6572
Si	5.4701	19.0152	29.061
Si	6.5857	14.8149	32.9998
Si	19.1842	5.0631	29.24
Si	30.1627	7.611	32.9654
Si	8.9691	15.9485	34.4639
Si	10.8403	18.712	29.3361
Si	9.0917	9.1413	33.0267
Si	15.8532	4.0977	37.4929
Si	22.5721	7.5738	34.0873
Si	9.8457	15.5295	37.5041
Si	21.8228	10.5937	35.1205
Si	12.5644	12.2292	31.9774
Si	14.3728	7.3114	29.9465
Si	19.9047	17.7702	32.7066
Si	16.763	4.3526	33.2568
Si	13.43	15.2328	35.7669
Si	20.7941	18.6976	30.0104
Si	15.2871	12.3496	30.2706
Si	16.3704	9.5161	30.0557
Si	20.0965	13.9394	31.9915
Si	23.4029	3.7115	30.1455
Si	27.6891	5.2197	35.4961
Si	36.5622	15.3109	34.5251
Si	23.7725	16.984	34.3145
Si	13.3426	10.6936	34.699
Si	20.8197	14.8954	37.4132
Si	28.7441	14.992	34.4535
Si	27.0671	8.2105	29.1725
Si	8.5845	6.4049	32.3889
Si	34.0454	8.8166	30.303
Si	26.2524	9.5432	34.3338
Si	17.6834	16.0356	32.241
Si	10.1665	5.8536	35.1242
Si	14.5078	19.0304	32.8969
Si	31.7999	6.6765	30.5074
Si	30.3176	12.7374	32.9229
Si	16.5044	15.6704	35.0575
Si	16.568	14.8919	29.7738
Si	12.4156	17.2745	37.6551
Si	8.0389	11.224	29.1853
Si	11.1086	8.7304	35.1689
Si	11.6287	15.0003	33.206
Si	9.9959	4.0761	31.7376
Si	7.9055	18.8219	33.5269
Si	22.0516	19.5759	33.8115
Si	19.1946	10.8715	36.7477
Si	24.5828	11.966	35.284
Si	4.3833	11.1187	33.189
Si	15.8223	9.063	34.306
Si	26.6093	13.9191	36.4835
Si	28.8143	7.3523	37.559
Si	13.9634	16.0142	28.9487
Si	17.4566	8.2384	36.6376
Si	21.6368	13.6196	29.3154
Si	23.1293	11.687	30.9469
Si	23.4222	6.5229	37.7417
Si	26.0923	18.3609	30.4158
Si	16.085	18.5515	35.1828
Si	35.0452	12.8214	34.3854
Si	22.2261	5.6711	31.9735
Si	31.3639	19.7973	37.0104
Si	20.504	11.0888	32.4254
Si	5.2589	3.8453	34.438
Si	30.4663	4.8848	34.3415
Si	34.2313	10.5938	32.7415
Si	35.4488	4.0744	29.6753
Si	28.8987	18.9872	30.0022
Si	6.0901	17.3216	31.4807
Si	12.7804	17.1148	31.2587
Si	4.6012	14.2141	29.1724
Si	14.7147	6.5825	32.8721
Si	25.389	7.0664	35.426
Si	6.382	9.1314	34.3406
Si	34.236	15.2219	29.8079
Si	6.9015	8.1631	36.9412
Si	6.0955	12.6269	31.2655
Si	18.2423	8.8599	32.4267
Si	10.3817	10.3262	30.8729
Si	3.6166	6.7241	30.3554
Si	36.9166	14.8123	37.5228
Si	19.0416	5.9397	31.9604
Si	34.639	12.5963	37.3908
Si	27.4164	8.4792	32.0266
Si	18.0852	13.5312	36.8193
Si	13.1788	12.5093	37.2842
Si	18.6116	5.5909	36.9045
Si	24.8084	10.4259	29.1185
Si	21.3567	15.4084	34.2572
Si	27.6336	11.2341	32.603
Si	21.3396	5.2844	35.7715
Si	25.0911	16.619	36.8127
Si	26.2663	16.1037	32.7195
Si	33.867	18.1398	31.1822
Si	11.3861	8.0056	29.3545
Si	12.397	4.7682	33.4888
Si	27.2873	18.8086	36.9175
Si	29.7014	17.1819	36.4605
Si	31.6239	10.143	34.2192
Si	31.2911	9.2802	37.2697
Si	31.4214	3.7752	31.542
Si	5.0621	4.2548	37.418
Si	7.8934	5.5751	36.9549
Si	30.1019	16.2667	29.2603
Si	1.3366	14.9851	5.3733
Si	4.0913	1.3734	5.3736
Si	1.35	4.0998	5.372
Si	4.0913	6.8067	5.3733
Si	1.3138	9.505	5.4174
Si	4.0784	12.2684	5.4352
Si	6.8289	14.9164	5.4054
Si	9.5761	1.3652	5.437
Si	6.8043	4.0694	5.3901
Si	9.5349	6.7774	5.4446
Si	6.8159	9.5181	5.4054
Si	9.528	12.2323	5.4023
Si	12.2127	14.9515	5.5047
Si	14.9317	1.3614	5.5761
Si	12.257	4.0733	5.4566
Si	14.9736	6.7859	5.5131
Si	12.2539	9.4751	5.4772
Si	14.9794	12.1798	5.5951
Si	17.6974	14.9266	5.6133
Si	20.4328	1.3711	5.5793
Si	17.6758	4.1204	5.5798
Si	20.4139	6.8345	5.5247
Si	17.7003	9.4995	5.5469
Si	20.4361	12.1983	5.5852
Si	23.1874	14.9765	5.4474
Si	25.8607	1.3619	5.3643
Si	23.1625	4.1138	5.4653
Si	25.8553	6.7815	5.388
Si	23.1275	9.534	5.4859
Si	25.8221	12.2474	5.4105
Si	28.5273	14.9759	5.3982
Si	31.2513	1.3925	5.3857
Si	28.4957	4.0772	5.3398
Si	31.2425	6.829	5.3633
Si	28.5428	9.5382	5.3322
Si	31.2106	12.2709	5.3598
Si	2.7101	16.3386	6.7352
Si	5.4387	2.7214	6.7573
Si	2.7191	5.4493	6.7382
Si	5.433	8.1669	6.7562
Si	2.6965	10.8818	6.7538
Si	5.4464	13.6088	6.7936
Si	8.1763	16.3105	6.7607
Si	10.9034	2.716	6.8258
Si	8.1526	5.4228	6.7798
Si	10.8869	8.1252	6.8257
Si	8.1706	10.875	6.7758
Si	10.8426	13.5868	6.825
Si	13.5733	16.2988	6.8864
Si	16.3138	2.7307	6.9013
Si	13.5957	5.4305	6.847
Si	16.3428	8.1276	6.8844
Si	13.577	10.8336	6.8863
Si	16.3253	13.5672	6.9358
Si	19.076	16.3108	6.9151
Si	21.8173	2.7522	6.8618
Si	19.0562	5.4798	6.8967
Si	21.7839	8.1786	6.8678
Si	19.0581	10.8492	6.9169
Si	21.8091	13.6281	6.8413
Si	24.5358	16.3359	6.7951
Si	27.1931	2.7218	6.7546
Si	24.5125	5.4654	6.8153
Si	27.2158	8.1641	6.7309
Si	24.4971	10.8963	6.8158
Si	27.1803	13.6151	6.7703
Si	29.9102	16.3294	6.7491
Si	32.6245	2.7447	6.7415
Si	29.8819	5.4421	6.7045
Si	32.6003	8.1519	6.7701
Si	29.8841	10.8915	6.7345
Si	32.6096	13.6107	6.7234
Si	1.3445	1.3734	8.1015
Si	4.0705	4.085	8.1109
Si	1.3446	6.795	8.1106
Si	4.0597	9.5196	8.1161
Si	1.3334	12.2543	8.0998
Si	4.0674	14.9826	8.1179
Si	6.7991	1.353	8.1163
Si	9.512	4.0719	8.1572
Si	6.7913	6.8023	8.1248
Si	9.5228	9.5166	8.1528
Si	6.7959	12.2278	8.1404
Si	9.4969	14.9603	8.1712
Si	12.2302	1.3606	8.2198
Si	14.9537	4.0917	8.2351
Si	12.2345	6.7811	8.2036
Si	14.9653	9.4901	8.2272
Si	12.2173	12.2348	8.1942
Si	14.9469	14.9474	8.2409
Si	17.6906	1.3601	8.2337
Si	20.4326	4.0961	8.2147
Si	17.6968	6.8042	8.2657
Si	20.4261	9.5041	8.2547
Si	17.7073	12.2214	8.2652
Si	20.4498	14.9538	8.2357
Si	23.17	1.3608	8.1827
Si	25.8575	4.0771	8.152
Si	23.1533	6.8071	8.1946
Si	25.8633	9.5101	8.1356
Si	23.1518	12.2527	8.1948
Si	25.8634	14.9722	8.1684
Si	28.5609	1.3712	8.1212
Si	31.2547	4.1012	8.0935
Si	28.5615	6.8053	8.1073
Si	31.2525	9.5385	8.1107
Si	28.5419	12.2433	8.1216
Si	31.2673	14.9655	8.1099
Si	32.6297	16.3285	9.4699
Si	2.7055	2.7265	9.4716
Si	32.6207	5.4421	9.4723
Si	2.6994	8.16	9.4758
Si	32.6215	10.892	9.4714
Si	2.7007	13.6105	9.4662
Si	5.4291	16.3293	9.4868
Si	8.1468	2.708	9.5022
Si	5.4267	5.4421	9.4817
Si	8.1482	8.1574	9.4981
Si	5.421	10.8743	9.4869
Si	8.1378	13.5935	9.5163
Si	10.8592	16.3097	9.5455
Si	13.5975	2.7164	9.5739
Si	10.8635	5.4236	9.5391
Si	13.5982	8.1359	9.5697
Si	10.8646	10.8692	9.5404
Si	13.5817	13.5814	9.5704
Si	16.3263	16.3136	9.5778
Si	19.0667	2.7265	9.5681
Si	16.3266	5.4357	9.5936
Si	19.0631	8.157	9.6114
Si	16.3246	10.858	9.5881
Si	19.0775	13.5961	9.5887
Si	21.8071	16.3323	9.5622
Si	24.5132	2.7272	9.5402
Si	21.7933	5.4513	9.5656
Si	24.513	8.1715	9.5343
Si	21.7936	10.8926	9.5672
Si	24.5085	13.6146	9.5428
Si	27.2221	16.3353	9.5142
Si	29.919	2.7338	9.4788
Si	27.217	5.4488	9.4968
Si	29.9123	8.1657	9.4799
Si	27.2055	10.8796	9.5029
Si	29.9115	13.604	9.4791
Si	1.3463	14.9686	10.8374
Si	4.0642	1.3698	10.8422
Si	1.3409	4.0809	10.8356
Si	4.0619	6.8017	10.8403
Si	1.3408	9.5273	10.8342
Si	4.0579	12.2469	10.835
Si	6.7753	14.9634	10.8606
Si	9.4981	1.3585	10.8863
Si	6.784	4.0806	10.8502
Si	9.5034	6.8018	10.8742
Si	6.7824	9.5188	10.8525
Si	9.5022	12.2401	10.8818
Si	12.2251	14.9561	10.9091
Si	14.9668	1.3587	10.9255
Si	12.2279	4.0775	10.9111
Si	14.9626	6.7945	10.9381
Si	12.2336	9.5147	10.9012
Si	14.9583	12.2293	10.9239
Si	17.6992	14.9568	10.9264
Si	20.4306	1.3628	10.9169
Si	17.7018	4.0751	10.9321
Si	20.4334	6.7934	10.9423
Si	17.6936	9.5169	10.9511
Si	20.4326	12.236	10.9395
Si	23.1527	14.963	10.9172
Si	25.8663	1.3632	10.8941
Si	23.1505	4.0792	10.9097
Si	25.8636	6.7973	10.8823
Si	23.154	9.5223	10.9091
Si	25.86	12.237	10.8859
Si	28.5708	14.9616	10.8655
Si	31.2744	1.3669	10.8411
Si	28.5692	4.0865	10.8609
Si	31.2724	6.8067	10.8431
Si	28.5624	9.5181	10.861
Si	31.2689	12.2464	10.8459
Si	2.7044	16.3271	12.2041
Si	5.4215	2.7242	12.2106
Si	2.6994	5.4419	12.1985
Si	5.4197	8.1606	12.2065
Si	2.6997	10.8873	12.1983
Si	5.4114	13.6026	12.2107
Si	8.1352	16.3155	12.2331
Si	10.8649	2.7121	12.2506
Si	8.1417	5.4377	12.2212
Si	10.8665	8.1537	12.2433
Si	8.1367	10.8777	12.224
Si	10.8632	13.5917	12.2524
Si	13.5987	16.3125	12.2635
Si	16.3356	2.7143	12.28
Si	13.5948	5.4306	12.2738
Si	16.3293	8.1521	12.2928
Si	13.5956	10.8675	12.2696
Si	16.3321	13.5913	12.2727
Si	19.0664	16.3196	12.2741
Si	21.7876	2.723	12.274
Si	19.0637	5.434	12.2901
Si	21.7954	8.1651	12.2808
Si	19.0643	10.8792	12.2935
Si	21.792	13.6041	12.2821
Si	24.5089	16.3266	12.2667
Si	27.2195	2.7316	12.2442
Si	24.5077	5.4454	12.2605
Si	27.2145	8.162	12.2407
Si	24.5067	10.8842	12.2644
Si	27.2153	13.603	12.239
Si	29.9246	16.3287	12.2205
Si	32.6298	2.7236	12.2088
Si	29.9231	5.4483	12.2214
Si	32.6277	8.1677	12.2048
Si	29.918	10.8836	12.2176
Si	32.6278	13.61	12.2049
Si	33.9858	17.6838	13.5721
Si	4.0576	4.0847	13.5648
Si	33.9845	6.8034	13.5631
Si	4.0601	9.5274	13.5604
Si	33.9829	12.2469	13.5658
Si	4.0569	14.9663	13.5725
Si	6.7756	17.6846	13.5814
Si	9.5049	4.0851	13.5905
Si	6.7807	6.8053	13.5705
Si	9.5034	9.5236	13.5852
Si	6.7754	12.2455	13.5723
Si	9.5007	14.9596	13.596
Si	12.2365	17.6786	13.6084
Si	14.9691	4.077	13.6264
Si	12.2317	6.8023	13.6105
Si	14.9628	9.5167	13.6337
Si	12.2314	12.2358	13.611
Si	14.9683	14.9562	13.6198
Si	17.7032	17.676	13.6317
Si	20.4276	4.075	13.6419
Si	17.6994	6.7952	13.6427
Si	20.4288	9.5168	13.6434
Si	17.6962	12.2398	13.6394
Si	20.4231	14.9589	13.6362
Si	23.1437	17.6799	13.6306
Si	25.8617	4.0827	13.6194
Si	23.1515	6.7993	13.6346
Si	25.8599	9.5146	13.6166
Si	23.1465	12.2357	13.6339
Si	25.8595	14.9541	13.6168
Si	28.5703	17.6812	13.5987
Si	31.2766	4.0826	13.5803
Si	28.5691	6.8005	13.5997
Si	31.2718	9.5216	13.5785
Si	28.5658	12.2361	13.5964
Si	31.2762	14.9646	13.5816
Si	32.6295	16.3272	14.9433
Si	2.7016	2.7276	14.9325
Si	32.6317	5.4482	14.9373
Si	2.7018	8.1667	14.9194
Si	32.6258	10.8887	14.9329
Si	2.696	13.6073	14.9328
Si	5.4153	16.3238	14.9391
Si	8.1432	2.723	14.9382
Si	5.417	5.4472	14.9213
Si	8.1409	8.165	14.9337
Si	5.4159	10.8862	14.927
Si	8.1359	13.597	14.9429
Si	10.8728	16.3148	14.9515
Si	13.6051	2.7127	14.9696
Si	10.8696	5.4399	14.9551
Si	13.5964	8.1532	14.977
Si	10.8642	10.8742	14.9555
Si	13.6037	13.5916	14.965
Si	16.3379	16.312	14.9784
Si	19.0627	2.7136	14.9945
Si	16.3309	5.4351	14.9889
Si	19.0649	8.1552	14.9977
Si	16.3333	10.8731	14.9881
Si	19.0624	13.5973	14.9964
Si	21.7831	16.3181	14.9931
Si	24.4996	2.7251	14.9851
Si	21.7878	5.4401	14.9959
Si	24.5072	8.1608	14.9945
Si	21.7877	10.8781	15.0012
Si	24.5037	13.5953	14.9893
Si	27.2129	16.3213	14.9692
Si	29.9235	2.7265	14.9568
Si	27.2154	5.4479	14.9785
Si	29.9215	8.1657	14.958
Si	27.2142	10.8769	14.973
Si	29.9196	13.6031	14.9496
Si	33.9784	14.9616	16.304
Si	4.0542	17.6866	16.2966
Si	33.9883	4.0904	16.2986
Si	4.0617	6.8104	16.2794
Si	33.9843	9.5245	16.2831
Si	4.057	12.2454	16.2875
Si	6.7787	14.9628	16.2969
Si	9.5136	17.6861	16.2934
Si	6.7809	4.0948	16.2799
Si	9.5073	6.8138	16.2946
Si	6.7808	9.5312	16.2854
Si	9.4982	12.2369	16.303
Si	12.2389	14.9556	16.3086
Si	14.9757	17.6764	16.3259
Si	12.2434	4.0849	16.3102
Si	14.9645	6.7979	16.3377
Si	12.2298	9.5202	16.3179
Si	14.9667	12.2379	16.3309
Si	17.6969	14.9579	16.3476
Si	20.4211	17.6735	16.3559
Si	17.6986	4.0779	16.3443
Si	20.4267	6.7972	16.3584
Si	17.6981	9.5149	16.3492
Si	20.4212	12.2343	16.3589
Si	23.1378	14.9497	16.3497
Si	25.8524	17.6756	16.3372
Si	23.1453	4.0809	16.3581
Si	25.8631	6.8017	16.3584
Si	23.1477	9.5171	16.3614
Si	25.8545	12.2245	16.3465
Si	28.5631	14.9521	16.3251
Si	31.2761	17.6837	16.3172
Si	28.5722	4.0829	16.3326
Si	31.2804	6.8037	16.3127
Si	28.5654	9.5153	16.3374
Si	31.2678	12.2372	16.3096
Si	2.6903	16.3298	17.6617
Si	5.4229	2.7391	17.635
Si	2.7047	5.4633	17.6492
Si	5.4183	8.1735	17.6352
Si	2.6996	10.8795	17.6433
Si	5.4135	13.6022	17.6513
Si	8.1567	16.3217	17.6422
Si	10.8773	2.7261	17.6513
Si	8.1341	5.464	17.637
Si	10.8678	8.16	17.6687
Si	8.1369	10.8785	17.6612
Si	10.8716	13.5922	17.6519
Si	13.6119	16.3072	17.6645
Si	16.3344	2.7158	17.6929
Si	13.6028	5.4326	17.6868
Si	16.3294	8.1546	17.6981
Si	13.5957	10.8772	17.6742
Si	16.3346	13.5885	17.6936
Si	19.0562	16.3145	17.7153
Si	21.7838	2.714	17.7126
Si	19.0593	5.4349	17.708
Si	21.7873	8.157	17.7216
Si	19.0603	10.8687	17.7162
Si	21.7824	13.5912	17.7215
Si	24.4994	16.3082	17.7034
Si	27.2048	2.7241	17.6912
Si	24.5002	5.4448	17.7236
Si	27.218	8.1631	17.725
Si	24.5053	10.8708	17.7313
Si	27.2154	13.5829	17.6973
Si	29.9154	16.3184	17.6789
Si	32.6317	2.7366	17.6701
Si	29.9308	5.4488	17.6906
Si	32.6339	8.1779	17.6625
Si	29.9191	10.8815	17.6925
Si	32.6195	13.5977	17.6677
Si	33.9757	17.6922	19.0313
Si	4.0758	4.1103	18.9951
Si	34.0034	6.8365	19.0194
Si	4.0588	9.5217	19.0004
Si	33.9726	12.2178	19.0098
Si	4.0472	14.9596	19.007
Si	6.798	17.7019	18.9735
Si	9.5101	4.1121	18.9753
Si	6.7822	6.8335	18.9986
Si	9.5011	9.5186	19.0216
Si	6.7664	12.2372	19.0127
Si	9.5188	14.9584	19.0005
Si	12.2528	17.6841	18.9963
Si	14.9732	4.0757	19.0486
Si	12.2357	6.8025	19.0273
Si	14.9595	9.5255	19.0368
Si	12.2234	12.2336	19.0202
Si	14.9628	14.9452	19.037
Si	17.6921	17.6846	19.0644
Si	20.4231	4.0772	19.0685
Si	17.6904	6.7935	19.061
Si	20.423	9.51	19.0828
Si	17.691	12.2303	19.0644
Si	20.4125	14.9474	19.0776
Si	23.1402	17.6624	19.0673
Si	25.8624	4.08	19.0753
Si	23.1463	6.8073	19.0948
Si	25.8618	9.5138	19.1078
Si	23.1396	12.23	19.09
Si	25.8538	14.9343	19.0565
Si	28.5554	17.6762	19.0415
Si	31.2945	4.099	19.0523
Si	28.5885	6.8019	19.0767
Si	31.2785	9.5204	19.0465
Si	28.5579	12.2216	19.0746
Si	31.2556	14.9444	19.0395
Si	32.6014	16.322	20.3814
Si	2.7145	2.7598	20.3494
Si	32.6516	5.5004	20.3933
Si	2.7141	8.1918	20.3982
Si	32.6356	10.8689	20.4118
Si	2.6879	13.5723	20.3541
Si	5.434	16.3425	20.3119
Si	8.1487	2.7658	20.3183
Si	5.4149	5.4955	20.3547
Si	8.1362	8.1716	20.3869
Si	5.4076	10.863	20.3701
Si	8.1487	13.5963	20.3443
Si	10.8984	16.323	20.3388
Si	13.6033	2.7048	20.3823
Si	10.8502	5.4543	20.3664
Si	13.6027	8.1594	20.3845
Si	10.868	10.8694	20.3775
Si	13.5855	13.5838	20.3808
Si	16.3177	16.3106	20.3958
Si	19.0603	2.7232	20.4297
Si	16.3332	5.4306	20.421
Si	19.0477	8.1485	20.4287
Si	16.3097	10.8794	20.4129
Si	19.0519	13.5793	20.4363
Si	21.7783	16.3052	20.4352
Si	24.5055	2.6992	20.4222
Si	21.7739	5.4413	20.4356
Si	24.5043	8.156	20.4818
Si	21.7812	10.8665	20.454
Si	24.5102	13.5843	20.448
Si	27.2183	16.2875	20.4039
Si	29.9118	2.729	20.3853
Si	27.2303	5.4401	20.4371
Si	29.9434	8.1722	20.4415
Si	27.222	10.87	20.4809
Si	29.9158	13.5774	20.4309
O	35.2754	5.4352	30.5401
O	4.7426	18.3229	27.819
O	12.8127	11.3724	33.3295
O	6.7717	15.8882	31.7857
O	34.8832	4.3562	28.1771
O	31.4998	12.8561	28.9385
O	27.4595	19.1836	30.7086
O	26.7093	6.9509	28.2523
O	5.6012	15.0573	28.1954
O	5.085	5.3397	33.8498
O	13.3358	14.103	36.9534
O	13.4521	5.233	27.5515
O	7.0764	5.867	32.3409
O	12.7645	7.2305	29.7225
O	7.8963	16.3543	27.552
O	15.0242	12.451	28.6721
O	17.0613	13.3037	38.0565
O	11.7194	3.3909	28.4098
O	13.5269	3.6665	33.7473
O	13.5066	10.7982	27.483
O	11.68	9.1634	28.2854
O	17.7382	14.5688	28.7036
O	12.9321	16.7315	36.2132
O	22.6772	4.4824	32.9743
O	21.7732	8.0742	27.6761
O	18.962	10.9221	27.6853
O	22.3946	14.7802	28.4962
O	24.3885	16.299	27.7128
O	26.0805	17.8889	28.8503
O	23.1715	3.6656	28.5457
O	24.6241	5.485	27.5636
O	33.752	9.2183	28.7591
O	29.1278	6.4294	38.8419
O	20.8992	14.1333	33.3886
O	29.8857	5.3365	27.6479
O	30.6576	6.4679	34.0098
O	23.7676	12.8182	31.8886
O	33.2689	13.0733	38.1014
O	15.3277	19.3644	36.3718
O	6.6659	3.6459	28.5534
O	20.2127	6.043	28.4622
O	20.913	9.4349	39.2021
O	17.4342	8.8206	31.0359
O	10.7546	13.6556	27.5767
O	36.6326	5.332	38.0294
O	21.8308	10.918	31.5101
O	25.839	15.3179	36.2186
O	28.6621	3.1865	28.4808
O	32.3894	18.7821	31.442
O	10.3226	9.7796	36.1241
O	35.5202	16.4931	27.2944
O	27.6127	8.336	38.0033
O	33.625	15.1373	28.305
O	19.2214	5.6422	38.4043
O	19.5492	9.8	32.3401
O	20.2037	17.6677	31.1088
O	15.3341	15.2059	28.7676
O	28.973	15.4168	28.4867
O	31.6045	9.8897	35.8141
O	9.1036	19.747	32.9384
O	20.906	17.982	28.566
O	25.4785	11.7886	28.5618
O	16.3218	19.5013	38.7129
O	9.3946	10.8829	38.3578
O	10.0511	4.133	39.0237
O	33.9164	16.6538	30.5173
O	34.4632	17.7779	38.8859
O	36.4478	16.161	38.2648
O	6.6444	4.6248	37.2985
O	4.6363	3.8376	35.9296
O	10.8423	7.2179	35.7222
O	7.0518	17.8144	39.2141
O	13.1969	6.1614	33.2732
O	8.5145	16.1305	38.1435
O	19.7852	4.9177	36.0239
O	4.1773	6.5593	28.8366
O	35.2013	11.2451	38.0819
O	5.5417	8.2976	27.596
O	22.0116	14.0104	38.1009
O	7.2108	10.0819	28.4263
O	5.6098	14.2007	38.1856
O	23.0791	18.3381	33.7858
O	6.0795	9.091	35.9239
O	28.9546	12.2723	38.9463
O	19.2135	11.208	38.3284
O	18.4202	7.0286	36.2007
O	4.5272	17.2892	31.9142
O	12.128	16.3709	32.5106
O	31.0871	11.6421	33.8567
O	10.7639	8.571	38.345
O	12.4499	14.769	34.5769
O	8.4514	6.0927	38.3781
O	9.8125	17.8823	28.4293
O	22.897	7.9312	38.347
O	27.7298	15.7995	33.4205
O	17.4821	14.6162	35.7933
O	14.68	5.0984	38.0317
O	32.7969	18.9848	27.6047
O	15.8749	5.6861	33.5825
O	19.4638	14.0461	37.462
O	28.4003	8.9654	28.6596
O	28.3635	17.9866	36.0711
O	17.1579	4.8847	36.9376
O	7.9743	9.334	34.1619
O	13.6854	17.0469	38.6134
O	12.7696	6.8348	38.9224
O	17.2476	9.3881	33.5942
O	5.9976	7.752	38.1998
O	32.6068	8.5855	37.9403
O	20.4616	16.2017	38.3353
O	27.8357	18.813	38.4356
O	36.5541	12.2294	34.2714
O	31.4977	6.8484	28.9199
O	4.8358	11.7426	31.7688
O	15.4419	15.0557	39.0898
O	21.028	14.2216	30.6884
O	14.9662	15.2767	35.3197
O	20.7093	10.5353	36.2911
O	32.8012	19.5365	37.7577
O	18.3075	17.7077	39.0764
O	20.5703	19.1476	33.2583
O	35.7284	13.7437	37.6508
O	25.2872	16.8434	33.7814
O	25.9082	18.0061	36.8275
O	15.523	9.6629	39.1106
O	16.982	9.3973	28.5628
O	28.5473	7.7528	32.9296
O	23.7559	12.1246	39.0736
O	14.9553	8.1025	33.3398
O	11.8747	18.782	37.9715
O	16.8882	16.1002	30.8177
O	15.7784	3.5057	32.2608
O	22.5516	7.1843	32.4979
O	23.8512	5.5392	38.917
O	26.1151	4.2221	39.3394
O	4.735	6.6569	31.5057
O	17.1038	7.8917	38.1748
O	17.0473	19.6831	34.5144
O	30.0504	3.5239	30.7247
O	17.9703	4.6222	28.2929
O	13.7133	16.032	30.53
O	7.1269	11.7632	30.3893
O	8.2971	5.469	27.7072
O	32.101	5.118	30.896
O	35.516	8.1564	30.4514
O	12.6805	15.331	28.2723
O	8.5862	7.9716	32.0269
O	19.1605	16.3224	27.5603
O	21.1399	20.1829	39.2441
O	4.3696	3.6353	29.7853
O	18.8409	14.9337	31.9808
O	30.7368	9.0405	33.4381
O	14.2332	17.4848	28.3329
O	4.3242	12.8024	28.4409
O	35.7642	10.106	33.0074
O	30.9546	15.2101	30.1377
O	5.4684	13.8679	30.4656
O	10.2595	7.0443	28.659
O	31.2849	4.443	35.6924
O	10.0537	15.3013	33.444
O	16.153	11.0279	30.5555
O	24.7301	16.2063	38.3168
O	6.902	13.3119	32.4932
O	15.1461	6.7723	28.6271
O	33.1534	9.9249	33.7299
O	22.1704	5.7934	37.051
O	23.0509	11.5388	35.6743
O	24.0912	7.2504	34.5048
O	9.4615	10.6217	29.6015
O	8.4645	12.4218	28.1966
O	23.7885	16.9554	35.9312
O	10.9219	8.7996	30.6896
O	22.2427	9.0985	34.5715
O	11.891	13.6745	32.3092
O	11.5686	11.3955	31.016
O	9.4237	5.5335	31.3367
O	27.7756	10.0004	31.5542
O	7.3001	6.8269	36.1219
O	13.7045	18.3337	31.7223
O	16.8134	17.1739	35.6432
O	27.1418	3.9893	36.3778
O	18.4598	12.1479	36.0544
O	30.772	10.4749	38.2243
O	21.0659	11.3301	33.9101
O	14.3661	11.7343	38.0765
O	24.8206	19.3739	30.613
O	35.2083	14.4278	34.325
O	13.9427	12.4153	31.1543
O	30.5039	4.252	38.1685
O	25.8399	9.9486	39.0488
O	34.5216	6.8812	38.7811
O	5.6889	10.4297	33.7587
O	31.2127	13.0488	31.6163
O	28.8525	4.6574	34.5082
O	27.5535	10.507	34.0845
O	28.9308	12.1171	32.4102
O	27.1846	13.9273	37.9998
O	7.2809	12.3578	39.0368
O	31.0445	4.0242	33.1001
O	28.382	6.3847	36.3655
O	34.3879	12.3835	35.8047
O	26.092	8.6672	32.957
O	37.0774	9.6275	39.0194
O	9.1807	5.0406	36.1309
O	27.2122	13.6085	27.7314
O	27.2026	7.6439	30.6742
O	25.0589	10.5672	34.6299
O	25.8569	9.24	29.0441
O	35.4142	10.9293	27.6421
O	16.2486	19.0569	27.5969
O	24.7741	6.7394	36.8843
O	29.3317	17.419	30.0961
O	23.0723	5.244	30.6391
O	8.6295	17.5437	34.26
O	12.9913	11.735	35.8874
O	27.8294	13.9831	35.387
O	19.6547	12.383	31.953
O	33.8946	10.1591	31.2139
O	29.9645	10.9348	27.8792
O	23.2175	18.1014	39.2756
O	14.9348	10.3968	34.5673
O	30.1263	8.1695	37.1162
O	31.1043	17.048	28.2639
O	6.9821	18.3804	32.2897
O	11.9786	12.3833	38.3719
O	31.63	14.9739	38.9076
O	11.1367	16.3579	38
O	5.8188	7.8408	33.5745
O	29.7324	16.5002	37.934
O	5.0309	19.3273	38.4365
O	26.358	5.8948	34.8519
O	25.6408	14.6782	32.2719
O	9.6081	15.6227	35.9178
O	22.7123	12.453	29.593
O	20.4872	16.6554	33.7203
O	4.5632	15.1281	35.9845
O	22.2283	19.0533	30.667
O	22.8973	15.7037	33.8682
O	20.4786	12.9267	28.4357
O	11.5279	4.2866	32.2116
O	26.2024	17.0684	31.4043
O	9.3881	10.4536	32.151
O	16.2181	13.6048	30.6727
O	10.1094	14.0851	38.1803
O	23.5041	9.9959	28.2888
O	29.6766	16.0068	35.3398
O	33.0383	7.6634	30.8078
O	12.6312	9.265	35.0436
O	18.2112	4.7711	32.7109
O	21.9558	3.8678	35.3016
O	26.2609	8.4429	35.5102
O	19.922	3.73	29.7962
O	11.3928	4.8812	34.7419
O	7.5725	15.1702	34.2283
O	5.0467	14.8719	33.4678
O	11.7399	17.6688	30.1681
O	34.7131	18.1072	32.5624
O	18.5304	5.9329	30.4293
O	6.8297	19.65	34.4583
O	4.2822	19.2484	33.553
O	18.2951	17.4845	32.6982
O	21.1778	15.233	35.8654
O	6.0936	17.8244	29.9539
O	29.8712	14.0921	33.6967
O	30.5953	7.2051	31.4543
O	21.4964	6.5307	34.7331
O	10.5056	8.7716	33.6861
O	24.6651	13.1576	34.2008
O	35.8433	14.904	29.6845
O	26.3153	12.1379	32.3626
O	14.8128	6.4722	31.2551
O	33.3283	14.0845	30.5401
O	18.2668	9.6022	36.4794
O	9.2652	6.2351	33.8439
O	8.25	8.8273	37.4721
O	24.3047	10.6317	30.63
O	15.0586	18.0225	34.0356
O	20.6157	5.6055	31.8683
O	16.1309	8.3319	35.7207
O	16.7451	15.5626	33.4622
O	34.2177	12.1939	33.1238
O	30.8641	18.3248	36.5179
O	36.1666	16.8544	34.3216
O	25.6191	12.5941	36.3991
O	34.587	19.1591	30.1857
O	14.9018	8.833	30.1247
O	18.751	7.3465	32.6946
O	9.9553	3.1952	30.4077

Results
total energy: -218734.686 eV
total energy less fixed offsets of O -438.35, Si -107.03 eV per atom: -15.966 eV

Forces (eV/angstrom), in the order of the atoms: element, x, y, z
Si	-0.0114	0.2438	0.7056
Si	-0.1214	0.0021	0.7402
Si	0.1975	-0.0482	0.7784
Si	-0.0418	-0.2433	0.67
Si	-0.206	0.0728	0.7345
Si	0.3111	-0.1633	0.7711
Si	0.1475	-0.2618	0.67
Si	0.1231	-0.1561	0.7224
Si	0.0263	0.0811	0.7077
Si	-0.3854	0.1226	0.6723
Si	0.1635	0.3144	0.7256
Si	-0.092	-0.0491	0.6585
Si	0.0588	-0.0087	0.6988
Si	-0.0088	0.0399	0.6296
Si	0.1786	-0.1483	0.7903
Si	-0.0807	0.1262	0.7787
Si	0.2407	-0.1039	0.7528
Si	0.0342	-0.2325	0.6064
Si	-0.0194	0.045	0.4826
Si	0.0994	0.2058	0.6536
Si	0.0919	-0.2132	0.7071
Si	-0.0169	0.0101	0.4401
Si	-0.1329	0.074	0.7124
Si	0.0943	-0.0329	0.7678
Si	0.0324	-0.1398	0.7247
Si	0.3421	-0.0651	0.6548
Si	0.0577	-0.1183	0.7372
Si	0.0591	-0.172	0.7148
Si	-0.1749	0.1533	0.7496
Si	-0.066	0.2851	0.7081
Si	-0.2516	0.1819	0.7043
Si	0.0286	-0.2312	0.7375
Si	-0.169	0.0649	0.7329
Si	-0.1146	0.2376	0.7286
Si	0.2293	-0.0445	0.7322
Si	-0.0207	-0.1815	0.7391
Si	0.004	-0.0067	-0.0549
Si	0.0123	0.02	-0.0544
Si	-0.003	-0.0079	-0.0445
Si	-0.0129	-0.0143	-0.0438
Si	-0.0057	-0.0205	-0.0426
Si	0.0172	-0.0327	-0.0355
Si	-0.0108	0.0195	-0.0316
Si	-0.0071	-0.009	-0.0722
Si	0.004	0.0119	-0.0294
Si	0.0011	0.0151	-0.0145
Si	-0.0757	-0.0267	-0.015
Si	-0.0066	0.0077	-0.0004
Si	-0.005	0.0092	-0.0679
Si	-0.0298	0.0313	-0.0426
Si	-0.0162	0.0026	-0.0567
Si	-0.0046	0.0051	-0.1026
Si	-0.0047	0.0078	-0.076
Si	-0.0085	-0.0149	-0.0282
Si	-0.0096	0.0155	-0.0205
Si	0.0388	-0.0163	-0.0399
Si	-0.0081	0.0009	-0.0485
Si	0.0233	0.0234	-0.0288
Si	0.0294	-0.0212	-0.0775
Si	-0.0188	-0.0077	-0.0948
Si	0.0057	0.0111	-0.0236
Si	-0.0174	0.0131	-0.033
Si	-0.0001	-0.0068	-0.0298
Si	-0.02	0.0104	-0.0293
Si	-0.0074	0.0068	-0.0701
Si	0.0182	0.0165	-0.0377
Si	0.02	0.0182	-0.0407
Si	-0.0235	-0.0166	-0.0753
Si	0.0061	-0.0355	-0.033
Si	-0.0054	0.0043	-0.0377
Si	-0.0025	-0.0095	-0.0443
Si	-0.019	-0.0118	-0.0415
Si	-0.0149	0.004	0.0163
Si	-0.0024	-0.0091	0.0162
Si	-0.0074	0.0077	0.0156
Si	-0.0149	0.0148	0.015
Si	0.0261	-0.0075	0.0198
Si	-0.0035	-0.0013	0.0177
Si	0.0049	-0.016	0.0272
Si	-0.0191	-0.0069	0.0314
Si	0.0328	-0.0136	0.016
Si	0.0107	0.0087	-0.0156
Si	0.0004	-0.0075	0.0049
Si	-0.0245	0.0032	0.0007
Si	0.0045	0.0036	0.0056
Si	0.028	-0.0121	0.0232
Si	0.0016	-0.0096	0.0134
Si	0.0122	-0.0068	0.015
Si	0.0502	-0.0235	0.0234
Si	0.001	0.0004	0.0558
Si	-0.0373	0.0059	0.0335
Si	-0.0043	-0.0119	0.0023
Si	-0.0035	0.0142	0.0602
Si	-0.0241	-0.011	0.0162
Si	0.0172	0.016	0.0323
Si	0.0338	-0.0178	0.0751
Si	-0.0412	-0.0107	0.0285
Si	0.0129	-0.0173	-0.017
Si	-0.0049	0.0153	0.0102
Si	-0.0143	0.009	0.0196
Si	0.0031	0.0044	-0.001
Si	0.0421	-0.0086	-0.012
Si	0.0002	-0.008	0.0004
Si	0.0214	0.0188	0.0302
Si	0.0134	0.0019	-0.0033
Si	0.0124	0.0111	0.0049
Si	-0.031	0.0078	0.0206
Si	-0.0306	0.0252	0.0437
Si	0.001	-0.0039	0.0048
Si	0.0033	0.0103	0.0055
Si	0.0141	-0.0187	-0.0147
Si	-0.0023	-0.0175	-0.0232
Si	-0.0112	-0.0102	0.0206
Si	0.0169	0.0064	-0.0256
Si	0.0004	0.0221	0.0007
Si	-0.0052	0.0085	0.005
Si	-0.0037	0.021	0.0252
Si	-0.0131	0.0183	-0.0003
Si	0.0226	0.0097	0.0069
Si	-0.023	-0.0064	-0.0023
Si	0.0061	0.0016	0.0072
Si	0.0155	-0.0043	-0.0093
Si	-0.0053	-0.0217	-0.0173
Si	0.0153	0.0046	0.0149
Si	0.0012	0.0054	-0.0297
Si	-0.0079	-0.0064	-0.0048
Si	0.0007	-0.013	-0.0058
Si	-0.0049	0.0165	0.0266
Si	-0.0101	-0.0163	-0.0326
Si	-0.004	0.0205	-0.029
Si	-0.0368	-0.012	-0.0005
Si	0.0118	-0.0159	-0.0161
Si	0.0038	0.023	-0.0417
Si	-0.0135	0.0241	-0.0082
Si	0.0225	0.0065	-0.0062
Si	-0.016	0.0175	0.0111
Si	0.0124	-0.0021	0.0049
Si	-0.0263	0.003	0.0013
Si	0.0128	0.0159	-0.0184
Si	0.0132	-0.0147	0.0075
Si	-0.028	-0.0226	0.001
Si	0.0062	0.0018	-0.0026
Si	0.0099	-0.0028	-0.0205
Si	0.0132	-0.0307	-0.0212
Si	0.0086	-0.0158	-0.001
Si	0.0058	-0.0006	-0.0008
Si	0.0261	-0.0003	-0.0086
Si	0.0161	0.0012	0.0052
Si	0.0044	-0.0045	-0.0087
Si	-0.0082	-0.0303	0.0006
Si	-0.0035	0.0127	-0.0005
Si	-0.0059	0.0098	-0.0154
Si	0.0103	0.0055	-0.0052
Si	0.0152	0.0021	-0.006
Si	-0.0052	-0.0071	-0.0058
Si	0.0065	-0.0141	-0.0019
Si	-0.0138	0.0268	-0.0024
Si	-0.0082	0.0028	0.0001
Si	0.0058	-0.0041	-0.0145
Si	-0.0095	0.017	-0.0128
Si	0.0066	-0.0025	-0.0114
Si	-0.0106	0.0119	0.0008
Si	-0.0075	0.0007	-0.0121
Si	-0.001	0.002	-0.008
Si	0.0133	0.0081	-0.0033
Si	-0.0078	-0.0014	0.0045
Si	-0.0013	0.0109	-0.0125
Si	-0.0098	-0.0034	-0.0012
Si	-0.0071	0.0071	-0.0123
Si	-0.0058	-0.0059	-0.0104
Si	0.0007	0.0086	-0.0071
Si	0.0026	-0.0095	-0.0061
Si	0.0105	-0.0048	0.0052
Si	-0.0154	0.0032	0.0003
Si	-0.0181	-0.018	0.0025
Si	-0.0098	-0.0184	0.0034
Si	0.0042	0.002	-0.0013
Si	0.0148	0.011	-0.0024
Si	0.0092	0.0015	0.0094
Si	-0.0146	-0.0018	-0.0011
Si	-0.0055	0.0016	0.0109
Si	-0.0062	0.0008	-0.0198
Si	-0.0103	0.0014	-0.0023
Si	0.0044	-0.0067	0.0244
Si	0.0207	0.0132	0.0181
Si	0.0053	0.0188	-0.0118
Si	0.0244	0.006	0.0037
Si	-0.0032	0.0162	0.0049
Si	-0.0235	-0.0042	0.013
Si	-0.0078	-0.0309	0.0081
Si	0.0072	0.0048	-0.0116
Si	-0.0114	-0.0052	0.0181
Si	0.0045	-0.0189	0.0042
Si	0.0038	-0.0127	0.0175
Si	0.009	0.0076	-0.0014
Si	-0.0174	-0.0068	-0.0077
Si	-0.0054	-0.0072	0.0268
Si	-0.0076	-0.0059	-0.0157
Si	-0.0132	-0.005	0.0192
Si	0.0095	-0.0121	-0.0002
Si	-0.0095	-0.0007	-0.0061
Si	0.0017	0.0123	0.0327
Si	0.0125	0.0004	0.0023
Si	0.0091	0.0105	-0.0099
Si	0.0183	0.0026	0.0145
Si	-0.0004	-0.0045	-0.0248
Si	-0.0138	-0.0039	-0.006
Si	-0.0078	-0.0153	0.0015
Si	0.0002	0.0082	-0.0102
Si	0.0019	0.0011	0.0233
Si	0.0025	0.0184	-0.014
Si	-0.0033	0.026	-0.0134
Si	-0.0021	-0.0106	0.0163
Si	0.0023	0.0099	-0.0064
Si	-0.0029	0.0029	0.0194
Si	0.0117	-0.0024	-0.0036
Si	0.0212	-0.013	-0.0492
Si	0.04	0.0025	-0.0086
Si	-0.0043	0.0023	0.0023
Si	-0.0011	-0.0161	-0.0307
Si	0.0048	-0.011	-0.0148
Si	-0.0322	0.0038	-0.0242
Si	0.0204	0.0128	-0.0195
Si	0.012	-0.0043	-0.038
Si	-0.0081	0.0156	-0.0384
Si	0.017	-0.0153	-0.0062
Si	-0.0197	0.0026	-0.0042
Si	0.0134	-0.0001	-0.0419
Si	-0.0154	-0.0049	-0.0172
Si	0.0126	-0.0071	-0.0467
Si	-0.0111	0.0233	-0.0246
Si	-0.012	0.0149	-0.0107
Si	-0.0115	0.0202	-0.0342
Si	0.0049	0.0026	-0.0043
Si	-0.0006	0.0161	-0.0176
Si	0.0106	0.0051	-0.0074
Si	0.0198	0.0191	-0.0072
Si	-0.0037	-0.0342	-0.0407
Si	0.0014	-0.024	-0.0077
Si	-0.0159	0.0144	-0.0033
Si	0.0169	0.0131	-0.0305
Si	-0.0346	0.0086	-0.0249
Si	-0.011	0.0067	-0.0404
Si	0.0082	0.0053	-0.0091
Si	-0.0054	0.0048	-0.0078
Si	0.0089	-0.0062	-0.0274
Si	-0.0169	-0.0173	0.0136
Si	0.0394	0.0057	-0.0206
Si	0.0188	-0.0075	-0.0082
Si	0.0092	0.0254	-0.012
Si	-0.0193	0.0168	-0.0245
Si	-0.0201	-0.0073	0.0013
Si	0.0019	0.0168	0.0497
Si	-0.0414	0.0294	0.023
Si	-0.021	-0.0093	0.0729
Si	0.0248	0.0248	0.0573
Si	-0.0358	0.0099	0.048
Si	0.0258	-0.0036	0.0298
Si	0.0272	-0.0122	0.0286
Si	-0.009	-0.0093	0.0457
Si	0.0035	-0.0148	0.0705
Si	-0.0151	-0.0382	0.0433
Si	0.0074	-0.0116	0.0522
Si	-0.0317	0.0164	0.0372
Si	-0.0189	-0.0037	0.0623
Si	0.0148	0.0001	0.0428
Si	-0.0016	-0.017	0.0551
Si	0.017	-0.0114	0.0392
Si	-0.0096	0.0382	0.0496
Si	-0.0076	-0.0011	0.0593
Si	0.0043	-0.0281	0.0518
Si	-0.0256	-0.0011	0.0421
Si	-0.0036	-0.0116	0.0523
Si	0.0278	0.0147	0.0542
Si	-0.0025	-0.0063	0.0427
Si	0.029	-0.019	0.0248
Si	-0.0079	-0.0216	0.0424
Si	-0.0076	-0.0211	0.0612
Si	0.0141	0.012	0.0719
Si	0.0044	-0.0083	0.0393
Si	-0.0176	-0.0048	0.0531
Si	0.0237	0.0146	0.0348
Si	-0.0228	-0.0008	0.0569
Si	-0.0085	-0.0056	0.0493
Si	0.047	0.001	0.0237
Si	-0.0068	-0.0111	0.0307
Si	0.0072	-0.0017	0.0383
Si	0.0022	-0.0087	0.0496
Si	-0.076	-0.2561	-0.728
Si	0.023	0.0412	-0.6953
Si	-0.0167	0.1293	-0.6464
Si	-0.3129	-0.2108	-0.7978
Si	-0.178	-0.2003	-0.7215
Si	0.1715	0.1549	-0.8251
Si	0.0094	-0.2823	-0.6096
Si	0.0963	0.1207	-0.8203
Si	-0.1986	-0.0792	-0.7907
Si	0.1217	0.2311	-0.7104
Si	0.1837	0.1139	-0.8148
Si	0.0659	-0.2428	-0.6778
Si	0.0758	0.0779	-0.7654
Si	-0.0253	-0.2095	-0.7158
Si	-0.1827	-0.1351	-0.7153
Si	0.1215	0.2887	-0.742
Si	-0.1102	-0.1538	-0.7938
Si	0.2392	0.2623	-0.738
Si	-0.3534	-0.1656	-0.721
Si	0.1043	0.2655	-0.6861
Si	0.1342	0.0093	-0.7439
Si	-0.2092	-0.0389	-0.7451
Si	-0.0649	-0.2107	-0.6832
Si	0.2452	-0.0027	-0.7176
Si	-0.031	-0.2271	-0.7018
Si	0.2146	0.2249	-0.736
Si	-0.2407	-0.1223	-0.7797
Si	0.0043	0.2075	-0.7114
Si	0.0621	-0.0246	-0.7424
Si	-0.1173	-0.1223	-0.7613
Si	0.0963	0.1116	-0.7787
Si	-0.1026	-0.0199	-0.7184
Si	-0.2673	-0.0933	-0.6898
Si	0.2725	0.2249	-0.7231
Si	-0.1917	-0.0705	-0.7606
Si	0.2576	0.1582	-0.7006
Si	0.0343	-0.0673	-0.0889
Si	-0.0303	0.019	-0.0812
Si	0.0696	0.0608	0.1229
Si	-0.0947	-0.0089	-0.2464
Si	0.141	-0.1026	-0.0509
Si	-0.0864	-0.0052	-0.0371
Si	0.0876	0.0826	0.0463
Si	0.1233	-0.0849	-0.1528
Si	0.0981	-0.0607	-0.0221
Si	0.0296	0.1398	0.0408
Si	0.1379	0.0959	-0.1769
Si	-0.1452	0.0222	0.0306
Si	-0.0359	0.1523	0.0495
Si	-0.1082	0.1156	0.0719
Si	-0.0189	-0.0771	-0.0858
Si	0.1468	-0.1929	-0.0035
Si	0.0687	0.0417	0.1134
Si	-0.0623	0.0106	-0.1006
Si	0.0514	0.0663	-0.0113
Si	-0.1019	0.02	-0.0366
Si	-0.0683	0.0338	0.1159
Si	-0.0735	0.0322	-0.1748
Si	-0.1772	-0.1018	-0.2282
Si	0.0011	0.0268	-0.1787
Si	-0.0054	0.0559	-0.0641
Si	0.1703	0.0965	-0.1417
Si	0.0844	-0.0103	-0.0082
Si	-0.0289	-0.0404	0.006
Si	0.0378	0.0476	-0.0265
Si	-0.0224	0.0249	0.0435
Si	0.1177	0.0968	0.1096
Si	-0.1821	0.0326	0.0583
Si	0.0694	0.0332	-0.1037
Si	0.0361	0.0342	0.0129
Si	-0.005	0.0446	-0.1574
Si	0.1781	-0.0187	0.0086
Si	0.0185	0.0973	-0.0299
Si	-0.0229	0.1141	0.061
Si	0.0198	-0.0449	-0.0384
Si	-0.0705	-0.1095	-0.1346
Si	0.0749	-0.008	0.0987
Si	0.0362	0.0249	0.0924
Si	0.0593	0.0777	-0.0941
Si	-0.0142	0.1319	-0.0889
Si	-0.0829	0.105	-0.0053
Si	0.0185	-0.0667	0.1466
Si	0.0428	-0.0841	0.0026
Si	-0.0524	-0.1287	0.045
Si	-0.0042	-0.1321	0.0757
Si	-0.1213	-0.0961	0.0225
Si	0.0724	0.0584	0.0952
Si	0.0688	0.0046	0.1526
Si	-0.132	0.0134	-0.08
Si	0.0623	-0.0487	0.027
Si	0.0373	-0.0824	0.0818
Si	-0.0367	0.0666	0.1125
Si	-0.0454	0.0707	-0.1514
Si	-0.0835	0.0504	0.2166
Si	-0.0649	0.0372	-0.0752
Si	-0.0228	-0.0148	0.0258
Si	0.0065	0.1033	-0.0916
Si	-0.2177	-0.0523	-0.1432
Si	-0.015	0.0139	0.0785
Si	-0.011	-0.0597	-0.0205
Si	0.0908	0.0717	-0.0667
Si	0.0001	0.0098	0.1352
Si	-0.0599	-0.0201	-0.0424
Si	0.2484	-0.1308	-0.0321
Si	-0.0216	-0.0359	0.0602
Si	0.0656	0.0667	-0.0489
Si	0.0129	0.0001	-0.152
Si	0.1066	-0.0569	-0.144
Si	-0.0412	-0.0351	0.0542
Si	-0.1232	-0.068	0.004
Si	-0.1479	0.1014	-0.2406
Si	0.0603	-0.0887	0.0162
Si	-0.0501	-0.0085	0.0753
Si	-0.0074	-0.0878	-0.0257
Si	0.1853	0.0127	-0.0841
Si	-0.0888	0.009	0.0685
Si	0.0159	-0.0882	-0.0869
Si	-0.0978	0.0759	-0.0432
Si	0.0613	-0.0071	0.05
Si	-0.0275	0.0186	-0.1504
Si	0.0258	0.0151	0.102
Si	0.0544	0.1377	-0.0566
Si	0.006	-0.058	-0.0001
Si	0.0251	0.0622	-0.0083
Si	-0.1649	0.0542	0.0856
Si	0.0673	0.0347	0.0745
Si	-0.0387	-0.076	0.1858
Si	0.0615	0.0498	-0.1516
Si	-0.0445	-0.0089	0.1216
Si	-0.0702	-0.0327	0.1306
Si	0.0676	0.1226	0.0325
Si	0.1068	-0.0408	0.1115
Si	0.1782	0.057	-0.0203
Si	-0.0524	-0.066	-0.0406
Si	-0.0343	-0.1233	-0.1319
Si	-0.0252	0.0742	-0.0769
Si	0.0459	-0.0093	0.1592
Si	0.0988	-0.0142	0.128
Si	-0.1087	0.0512	-0.0097
Si	0.0037	-0.0312	0.1361
Si	0.1022	0.0089	-0.046
Si	-0.0441	0.1858	0.1797
Si	0.02	-0.0438	0.0238
Si	0.0544	0.0257	-0.1478
Si	0.0049	0.0041	0.0101
Si	-0.013	-0.0123	0.0026
Si	0.0049	0.0084	0.0022
Si	-0.0143	-0.0244	0.003
Si	0.0047	0.0166	0.0077
Si	-0.006	-0.0023	0.0123
Si	0.0001	-0.018	-0.0089
Si	0.0077	0.0105	-0.0089
Si	0.008	0.0065	0.0066
Si	0.0058	-0.0217	0.0039
Si	-0.0023	0.0042	0.0025
Si	-0.0051	0.0248	0.0003
Si	-0.0066	0.0131	-0.0031
Si	-0.0003	0.0088	0.0199
Si	0.0045	0.0137	0.0071
Si	0.0054	0.0073	0.0047
Si	0.0058	-0.0025	-0.0073
Si	-0.0021	0.0026	0.0205
Si	-0.0033	0.0095	0.0082
Si	0.0063	-0.0027	0.0224
Si	-0.0076	0.0079	0.0111
Si	0.0039	0.0052	0.0102
Si	0.0093	0.0001	0.0093
Si	-0.0224	-0.0013	0.0207
Si	-0.0191	-0.0259	-0.0108
Si	0.0078	-0.0242	-0.0041
Si	-0.016	-0.0108	0.0028
Si	-0.0031	-0.0066	-0.0112
Si	-0.0007	-0.004	0.0168
Si	-0.0065	0.0019	0.0034
Si	-0.0026	0.0023	-0.0007
Si	0.0066	0.01	0.0058
Si	0.0063	0.0059	-0.0031
Si	0.0051	0.0136	-0.0006
Si	0.0012	-0.0031	0.0002
Si	-0.0022	0.0071	0.0106
Si	0.0066	0.0024	-0.0037
Si	-0.0073	0.0076	0.0017
Si	-0.0052	0.0046	0.0023
Si	0.0077	0.0017	-0.0007
Si	0.0048	-0.0005	0.0019
Si	-0.0049	-0.0031	0.0024
Si	-0.005	-0.0018	-0.0037
Si	-0.0007	-0.006	0.0017
Si	0.0018	-0.0018	-0.0028
Si	0.0156	-0.0074	0.0014
Si	0.0017	-0.0143	-0.0108
Si	-0.0028	0.0054	-0.0014
Si	-0.001	-0.0095	-0.002
Si	0.0004	0.0009	-0.0047
Si	-0.003	-0.0021	0.0008
Si	0.004	-0.0071	-0.0119
Si	-0.0024	0.0147	-0.0041
Si	0.0057	-0.0107	-0.0045
Si	0.0048	-0.0129	0.0025
Si	0.0002	-0.0018	-0.0024
Si	-0.0093	0.0023	-0.0088
Si	-0.0011	0.0089	-0.0025
Si	0.0105	-0.0015	0.0005
Si	-0.0042	0.0121	-0.0142
Si	0.0098	0.0032	-0.0031
Si	-0.0045	0.0019	-0.0051
Si	-0.0042	0.0022	-0.0045
Si	-0.0027	-0.0008	-0.0025
Si	-0.0084	-0.0046	0.0016
Si	-0.0052	0.0099	0.0016
Si	0.0068	-0.0024	-0.0012
Si	-0.0019	-0.0046	0.0051
Si	-0.0003	-0.001	0.0009
Si	0.0117	-0.0075	-0.0005
Si	-0.001	0.0107	-0.0091
Si	-0.0001	-0.0041	0.0001
Si	0	-0.0033	-0.0053
Si	-0.001	0.0004	-0.0029
Si	0.0002	0.0043	0.004
Si	-0.007	-0.0006	-0.0027
Si	0.0063	0.0006	-0.0008
Si	0.0086	0.0003	0.001
Si	-0.0063	-0.0019	-0.005
Si	-0.0039	-0.0018	-0.002
Si	0.0025	-0.0035	-0.008
Si	0.0099	0.0208	-0.0077
Si	-0.0038	0.0049	-0.0055
Si	0.0065	-0.0086	-0.0032
Si	0.003	0.0014	-0.0009
Si	0.0097	0.0061	-0.0056
Si	-0.0099	-0.0162	-0.0005
Si	-0.0072	-0.0047	-0.0124
Si	0.0043	-0.0038	-0.0019
Si	-0.003	-0.0085	-0.0015
Si	-0.0122	-0.0076	-0.0017
Si	0.0107	0.0032	-0.007
Si	0.0062	0.0063	0.0119
Si	-0.0252	-0.0177	0.001
Si	0.0132	0.0197	-0.0035
Si	0.005	0.0172	0.0142
Si	-0.0114	0.0005	-0.0053
Si	-0.0062	-0.0069	-0.0053
Si	-0.0083	0.006	-0.0023
Si	-0.0148	-0.0003	-0.0042
Si	0.0106	-0.0011	-0.0088
Si	0.0065	0.0018	0.004
Si	0.0041	-0.0038	-0.0004
Si	0.0106	-0.0007	-0.0034
Si	0.0043	0.0034	-0.0086
Si	0.0084	0.0034	-0.0044
Si	-0.0081	-0.013	-0.0035
Si	-0.0042	0.0012	-0.0007
Si	0.008	-0.004	-0.0022
Si	-0.0022	0.0008	0.0031
Si	0.0014	0.0021	-0.0019
Si	0.0001	-0.0006	0.0025
Si	0.0012	0.0054	0.0021
Si	-0.0013	0.0048	0.0003
Si	-0.0086	0.0028	0
Si	0.0063	-0.0038	-0.0031
Si	-0.0052	0.0029	0.0041
Si	0.0008	-0.0039	-0.0011
Si	0.0061	-0.0061	0.0001
Si	-0.0037	0.0103	0.0027
Si	-0.0055	0.0083	0.0042
Si	0.0008	-0.0046	-0.0037
Si	0.0067	0.0009	0.0027
Si	0.0085	-0.0098	-0.0017
Si	-0.0027	0.0044	0.0005
Si	-0.006	0.0066	0.0013
Si	-0.0025	-0.0005	0.0011
Si	-0.0006	-0.0005	-0.0067
Si	-0.0016	-0.0007	-0.0007
Si	0.0034	-0.0001	0.0073
Si	0.0069	-0.0006	-0.0112
Si	0.0042	-0.0132	0.0035
Si	0.0008	-0.0117	0.0037
Si	0.002	-0.0014	0.0015
Si	-0.002	0.0069	0.0025
Si	-0.0044	-0.0014	-0.0013
Si	-0.0168	0.0061	-0.0085
Si	-0.0125	0.0122	-0.0008
Si	-0.0002	-0.0052	0.0013
Si	0.002	0.0024	-0.0064
Si	-0.0033	-0.0043	-0.0001
Si	-0.0002	-0.0002	0.0001
Si	0.0066	0.0049	-0.0058
Si	0.0079	-0.0013	-0.0024
Si	0.0006	0.0009	-0.0013
Si	0.006	0.0012	-0.0017
Si	-0.0042	-0.005	-0.0033
Si	-0.0038	0.0005	-0.0034
Si	0.0042	-0.0006	0.0008
Si	-0.0022	0.005	-0.0021
Si	-0.0061	-0.0057	-0.0012
Si	-0.004	-0.0067	0.0014
Si	0.0002	-0.0021	-0.0041
Si	0.0064	-0.0026	-0.0047
Si	-0.0014	0.0058	-0.005
Si	0.0015	-0.0001	-0.0022
Si	0.0042	0.0019	0.0008
Si	0.002	0.0041	0.0001
Si	-0.0051	-0.0034	-0.0026
Si	0.0037	-0.0024	0.0021
Si	0.0069	0.0105	-0.0056
Si	-0.0033	0.0051	-0.0022
Si	0.0054	0.003	0.001
Si	0.0077	-0.0029	-0.0013
Si	-0.0078	0.005	0.0004
Si	-0.012	-0.0019	0.0061
Si	0.0065	-0.0065	0.002
Si	-0.0015	0.0081	0.0032
Si	-0.0039	0.0047	0.0048
Si	0	-0.0008	0.0005
Si	-0.0126	-0.0101	-0.0028
Si	-0.0037	-0.0017	-0.0019
Si	0.0043	-0.0021	-0.003
Si	-0.0081	-0.0069	-0.0012
Si	0.0005	0.0048	0.0006
Si	0.0015	-0.0005	-0.0013
Si	0.0057	0.0034	-0.0024
Si	0.0111	0.0067	-0.0019
Si	-0.0035	-0.0023	-0.0013
Si	-0.0008	-0.002	-0.0019
Si	0.0029	0.0008	-0.0014
Si	-0.0101	0.0004	0.0011
Si	-0.0027	-0.0004	-0.0017
Si	0.004	-0.0032	-0.0003
Si	-0.0013	0.0021	-0.0009
Si	0.0031	0.0061	0.0009
Si	-0.001	0.0004	-0.0007
Si	0.0043	-0.0016	0.0003
Si	-0.001	0.001	0.0011
Si	0.0003	-0.0026	0.0001
Si	-0.0002	0.0031	0.0005
Si	-0.0015	0.0011	0.0008
Si	0.0003	-0.0005	0.0007
Si	0.0081	-0.0094	0.0008
Si	0.0015	-0.0031	-0.0005
Si	-0.0041	0.0015	0.002
Si	0.0006	-0.0091	0.0043
Si	0.0038	0.0008	0.002
Si	-0.0056	0.0037	0.0014
Si	-0.0054	0.0046	0.0017
Si	0.0084	-0.005	0.0024
Si	-0.0067	0.0012	-0.001
Si	-0.0038	0.0062	0.0002
Si	-0.0002	-0.0004	0.0029
Si	-0.0017	-0.0029	0.0013
Si	-0.0022	0	0.0005
Si	0.0016	0.002	-0.0004
Si	-0.0011	0.0034	-0.0006
Si	-0.008	0.0077	0.0019
Si	0.0038	0	-0.0022
Si	0.0054	-0.0047	-0.0017
Si	0.0037	-0.0002	-0.0012
Si	-0.001	-0.0016	-0.0016
Si	-0.0039	0.0006	0.0028
Si	0.0049	-0.0002	0.0027
Si	0.005	0.0043	-0.0011
Si	0.0008	-0.0024	0.0007
Si	0.0062	-0.0007	-0.0022
Si	0.0081	-0.0014	-0.0018
Si	-0.0005	0.0013	0.0001
Si	-0.0047	0.0036	0.0012
Si	-0.005	-0.0028	-0.0011
Si	0.0028	-0.0007	-0.0011
Si	0.0066	-0.0038	-0.0028
Si	-0.0035	-0.0026	-0.0005
Si	-0.0016	0.0082	-0.004
Si	-0.0044	0	-0.0017
Si	-0.0013	0.0016	0.001
Si	0.0009	-0.0028	-0.002
Si	-0.0011	0.0018	0.0013
Si	0.0028	0.003	-0.0004
Si	0.0047	0.0014	0.004
Si	0.0016	0.0078	0.0011
Si	-0.0011	0.0064	-0.001
Si	0.0008	0.001	0.0041
Si	-0.0058	-0.0058	0.0028
Si	-0.0021	-0.0009	0.0007
Si	-0.0007	-0.0028	0.0034
Si	0.002	-0.0003	0.0047
Si	0.0007	-0.0029	0.0002
Si	-0.0055	0.0004	-0.0009
Si	-0.0019	-0.0037	0.0013
Si	-0.0007	-0.0042	-0.0005
Si	0.0012	-0.006	-0.0023
Si	-0.0017	0.002	0.0016
Si	-0.0058	0.0014	0.0006
Si	0.0023	-0.0003	0.0001
Si	0.0043	-0.0009	0.0019
Si	0.0012	0.001	0.0015
Si	0.0022	0.0015	0.0026
Si	-0.0035	-0.001	-0.0012
Si	-0.0003	0.0053	-0.0002
Si	0.0033	-0.0018	-0.0021
Si	-0.0006	0.0004	-0.0043
Si	-0.0011	0.0002	-0.0019
Si	-0.0051	-0.0029	0.0025
Si	0.0057	0.0004	-0.0001
Si	0.0062	0.0045	0.0005
Si	-0.0018	0.0017	0.0004
Si	-0.0025	0.0013	0.0008
Si	-0.008	-0.0035	-0.0007
Si	0.0065	0.0007	-0.0007
Si	0.0078	0.0073	-0.0006
Si	-0.0011	-0.003	-0.0023
Si	0.0052	0.0018	-0.0016
Si	-0.0008	-0.0046	-0.0009
Si	-0.0029	-0.0026	0.0017
Si	-0.0038	-0.0032	0.0028
Si	-0.003	-0.0071	0.0009
Si	0.0054	0.0007	-0.0001
Si	0.0038	0	-0.0024
Si	0.0014	-0.0007	0.0005
Si	0.0022	-0.0043	0.0002
Si	0.0019	-0.0016	0.0016
Si	-0.0045	0.002	0.0027
Si	-0.0032	0.0068	0.0017
Si	-0.0028	-0.0002	0.0016
Si	-0.0017	-0.0017	-0.0035
Si	-0.0062	-0.0004	0.0009
Si	0.0012	0.0074	-0.0015
Si	0.0043	0.0078	-0.0017
Si	-0.005	-0.0038	-0.0019
Si	0.0016	-0.0012	-0.0025
Si	-0.0018	-0.0025	-0.0026
Si	0.0004	0.0027	0.0004
Si	-0.0011	0.001	0.0013
Si	-0.0045	-0.0008	-0.0011
Si	0.0052	0.004	-0.0021
Si	-0.0034	0.0063	0.0016
Si	0.0018	0.0014	0.0023
Si	0.0067	-0.0038	0.001
Si	0.0111	-0.0019	-0.0043
Si	0.0032	0.0041	-0.0038
Si	-0.01	-0.0018	0
Si	0.0065	-0.0004	0.0022
Si	0.0078	-0.007	-0.0021
Si	0.0022	0.0017	-0.0032
Si	-0.0068	0.003	-0.0019
Si	-0.0104	0.0009	-0.0032
Si	0.0009	0.0111	-0.001
Si	0.0019	0.0018	-0.0022
Si	0.0029	-0.0046	-0.0002
Si	0.0045	-0.0002	-0.002
Si	-0.0014	0.0012	0.0013
Si	0.0006	0.0094	0.0008
Si	-0.003	0.0005	0.0016
Si	-0.0029	0.0067	0.0033
Si	-0.0048	0.001	0.0044
Si	-0.004	-0.0032	0.0001
Si	0.0025	-0.0021	0.0013
Si	0.0041	-0.0002	0.0019
Si	-0.0014	-0.0043	0.0028
Si	0.0022	-0.0005	-0.0003
Si	-0.0109	0.003	-0.0017
Si	0.0015	-0.0014	-0.0013
Si	-0.0037	-0.0031	0.0036
Si	-0.0053	-0.0067	0.0014
Si	0.0052	0.0011	-0.0025
Si	-0.0049	0.0001	0.001
Si	0.0011	0	0.0022
Si	0.0004	-0.0073	0.0045
Si	0.0091	-0.0092	0.0017
Si	0.0027	0.0024	0.0003
Si	-0.0056	0.0037	0.0005
Si	-0.0037	-0.009	-0.0075
Si	0.0025	0.0027	-0.0019
Si	0.0022	0.0014	0.0004
Si	-0.0024	-0.0021	-0.0008
Si	0.0033	-0.001	-0.0027
Si	0.0008	0.002	-0.0012
Si	0.0008	0.0122	0.0003
Si	0.0041	0.0024	0.0023
Si	0.0018	-0.0091	0.0037
Si	-0.0047	-0.0068	0.0028
Si	-0.0002	-0.0061	-0.0001
Si	0.0035	-0.0039	-0.0004
Si	-0.002	0.0031	-0.0004
Si	0.0042	0.0042	0.0003
Si	-0.0044	-0.0034	0.002
Si	-0.0036	0.002	0.0043
Si	0.0017	-0.0036	-0.0011
Si	-0.0025	-0.0015	0.0015
Si	0.0001	-0.0047	0.003
Si	-0.0009	-0.0003	0.0009
Si	-0.0022	-0.0006	-0.0009
Si	0.0053	0.0059	0.0005
Si	-0.0018	0.003	0.003
Si	-0.0006	0.0078	0.0002
Si	-0.0023	-0.0005	-0.0011
Si	-0.0029	-0.009	-0.0031
Si	-0.0016	-0.0022	0.0021
Si	0.003	0.0004	0.0021
Si	0.0017	0.0048	-0.0005
Si	-0.0096	0.0007	0.0005
Si	0.0001	0.0003	-0.0018
Si	0.0018	0.0011	-0.0067
Si	-0.0011	0.0074	-0.001
Si	0.0108	0.0083	0.0004
Si	0.0006	0.0005	0.0019
Si	0.0037	-0.0022	0.0028
Si	0.0058	0.0066	0.0031
Si	0.0103	-0.0068	0.0007
Si	-0.0002	-0.0071	0.005
Si	0.0016	0.0015	-0.0053
Si	0.012	-0.0078	0.0008
Si	-0.0034	0.0065	0.0069
Si	0.013	-0.0105	-0.0003
Si	-0.016	0.0122	-0.0014
Si	-0.0105	0.0088	-0.0024
Si	0.0062	-0.0009	0.0033
Si	-0.0063	0.0052	0.01
Si	0.0125	-0.0033	0.0008
Si	0.0022	-0.0079	-0.0009
Si	0.0035	-0.0079	0.0006
Si	0.0082	-0.0017	0.005
Si	-0.0153	0.0133	0.0041
Si	0.0015	0.0082	-0.0015
Si	0.0009	0.0086	0.0073
Si	-0.0116	0.0073	0.0043
Si	-0.0031	-0.0012	0.0041
Si	0.0008	-0.0001	0.0062
Si	0.0006	-0.0076	-0.0016
Si	0.0011	-0.0034	0.0085
Si	-0.0051	0.0065	0.0066
Si	0.0098	-0.0061	0.006
Si	-0.0113	0.0009	0.0066
Si	-0.0087	0.0039	0.0005
Si	-0.0024	0.0005	0.0079
Si	-0.0008	-0.0004	0.003
Si	0.0035	-0.0076	-0.0047
Si	-0.0104	0.0037	0.0037
Si	0.0083	-0.0133	0.0126
Si	0.0098	-0.0147	0.0058
Si	0.0012	0.006	0.0017
Si	-0.001	0.006	-0.0006
Si	-0.0069	0.0035	0.0059
Si	-0.0011	-0.0003	-0.0034
Si	0.0003	0.0012	-0.0016
Si	0.0107	0.0099	0.0022
Si	0.0079	0.0123	0.0022
Si	0.0078	0.0018	0.0029
Si	-0.0059	0.0049	-0.0012
Si	0	0.0105	-0.0021
Si	0.0079	0.0009	0.0006
Si	-0.0063	-0.0112	0.0029
Si	-0.0108	-0.008	0.0103
Si	-0.0084	0.0028	0.0046
Si	0.0052	0.0066	0.0091
Si	0.0136	0.008	0.0039
Si	-0.0012	0.0046	0.0024
Si	-0.002	-0.0121	0.0062
Si	0.0045	-0.0013	-0.0009
Si	-0.0069	-0.0048	0.0064
Si	-0.0041	-0.0196	0.01
Si	0.005	-0.0109	0.0084
Si	-0.0001	-0.0029	0.0065
Si	-0.0003	0.0018	0.0059
Si	0.0025	0.0076	0.0025
Si	-0.0061	-0.0141	-0.0005
Si	0.0025	0.0001	0.0007
Si	-0.0015	-0.0055	-0.0024
Si	-0.0024	-0.001	0.0005
Si	0.0015	-0.0067	0.0029
Si	-0.0015	-0.0017	0.004
Si	-0.0012	0.0062	0.0103
Si	0.0107	0.0091	0.0046
Si	-0.0062	0.0101	-0.0056
Si	-0.0013	0.0005	0.0034
Si	-0.0002	0.0054	-0.0008
Si	0.0023	-0.0072	0.0023
Si	-0.0014	0.0046	0.0052
Si	-0.0019	-0.0011	-0.0001
O	-0.5845	-0.1158	0.3728
O	0.2263	-0.1552	-0.0149
O	-0.3007	0.0535	0.0994
O	0.2753	-0.0225	-0.6174
O	0.4555	0.5191	-0.0689
O	0.2825	0.1729	0.282
O	-0.1967	0.6024	0.5152
O	0.6421	-0.3042	0.2242
O	-0.2029	0.1453	0.1499
O	-0.2248	0.0493	0.5215
O	0.2459	0.1853	0.1636
O	-0.1831	0.1446	0.3373
O	0.088	-0.6267	-0.1446
O	-0.0719	-0.4003	0.2569
O	0.0413	0.0429	0.4191
O	0.199	0.0581	0.2887
O	-0.099	-0.1997	-0.0751
O	-0.218	0.1389	0.4744
O	0.0232	-0.0062	0.629
O	-0.0565	-0.2864	0.1023
O	-0.2961	0.1796	-0.0254
O	0.11	-0.5255	0.0931
O	0.0953	0.1578	-0.2053
O	0.2591	-0.1438	0.3233
O	0.1959	0.0625	0.2627
O	0.0161	-0.0185	0.4084
O	0.0822	0.3936	0.4812
O	0.121	0.1069	0.4808
O	0.5523	0.1031	0.2373
O	-0.0248	-0.3648	-0.0526
O	0.1232	0.1969	0.3202
O	-0.3193	-0.1858	0.3494
O	-0.214	0.2588	0.3865
O	-0.0405	-0.5525	0.319
O	-0.1475	0.3233	0.1405
O	0.2928	0.2084	0.4196
O	-0.3469	0.4299	0.0568
O	-0.4794	-0.1197	-0.5841
O	-0.6675	-0.1514	0.041
O	0.1685	0.1951	0.37
O	0.3148	-0.1299	0.146
O	0.114	0.1017	-0.1954
O	0.1611	-0.3056	-0.1046
O	-0.0954	0.1141	0.3283
O	0.1306	0.2041	-0.5992
O	-0.0432	-0.2765	-0.192
O	-0.2309	0.1554	-0.1812
O	-0.1073	-0.3058	0.0932
O	-0.1266	-0.4121	-0.0577
O	-0.0984	0.5987	-0.0976
O	-0.1333	-0.0999	0.331
O	-0.335	-0.047	-0.5705
O	-0.6142	-0.3184	0.2319
O	-0.3477	0.2804	0.162
O	0.144	-0.1751	0.045
O	-0.2553	-0.4006	-0.1411
O	-0.0151	-0.2131	-0.3323
O	-0.2488	-0.1303	0.4584
O	0.111	-0.0147	-0.1326
O	0.0476	0.2032	0.1667
O	0.4825	-0.1104	0.1104
O	-0.1397	0.2245	0.4716
O	-0.0432	0.1281	-0.1351
O	0.3874	0.376	-0.362
O	-0.1749	0.1124	-0.2078
O	-0.0453	-0.0366	0.1714
O	0.1955	-0.2251	-0.5421
O	0.2039	0.2117	-0.3689
O	0.063	-0.2298	-0.0077
O	-0.5408	-0.1173	-0.1221
O	0.3946	-0.0406	0.2546
O	-0.0199	-0.1361	-0.331
O	-0.2167	0.5174	-0.0953
O	-0.2471	0.1394	-0.3199
O	-0.0982	-0.4095	-0.2786
O	0.018	-0.1631	0.3002
O	-0.3081	-0.3564	-0.3497
O	-0.0277	0.1324	0.3433
O	0.308	0.0375	-0.6668
O	-0.0857	-0.0054	0.3918
O	0.0446	0.0048	-0.5506
O	0.4144	-0.0789	-0.3427
O	-0.3169	0.4268	0.0818
O	0.0022	-0.0624	-0.3493
O	-0.4707	0.5336	-0.0138
O	0.28	-0.0193	-0.3305
O	-0.2932	-0.4256	-0.0154
O	0.0236	0.3671	0.2316
O	0.3079	0.0458	0.3397
O	-0.2391	0.1432	-0.2649
O	0.0614	-0.4953	0.0387
O	0.1168	0.4958	-0.1152
O	-0.2329	-0.1924	0.3913
O	0.4374	0.2193	-0.412
O	0.2934	0.4151	-0.0565
O	0.4219	0.1617	-0.09
O	0.0589	-0.0601	-0.5351
O	-0.0468	-0.0678	0.5252
O	-0.0086	0.2369	0.5716
O	-0.1758	-0.3545	0.3314
O	0.3564	-0.1768	0.5587
O	-0.153	-0.1779	-0.6704
O	0.0709	0.0493	-0.255
O	0.3285	0.327	0.1782
O	0.1995	0.3157	-0.1873
O	-0.0101	0.026	-0.3612
O	0.2063	0.2201	0.3924
O	0.0698	-0.5915	-0.2924
O	0.2883	-0.0419	-0.4861
O	0.4642	0.2198	-0.1254
O	0.1408	-0.297	-0.1084
O	0.4875	0.307	0.4633
O	0.2837	0.2833	0.2151
O	-0.0389	-0.2625	-0.4417
O	-0.0774	-0.0099	-0.3718
O	-0.0593	0.4518	0.172
O	0.0537	-0.2322	-0.0697
O	0.1086	-0.315	0.4567
O	0.1561	0.066	-0.454
O	-0.075	-0.1165	-0.6188
O	-0.1948	0.2135	-0.015
O	-0.0561	-0.1001	0.0492
O	0.0668	0.4347	0.2365
O	-0.4009	0.2792	0.07
O	0.0577	0.0296	-0.1721
O	-0.1194	-0.3544	0.059
O	-0.0756	-0.1139	0.1714
O	0.1039	0.0423	-0.4966
O	-0.3067	0.0096	-0.1668
O	0.1045	0.1901	-0.3876
O	-0.0753	0.52	-0.0699
O	0.1571	-0.0099	-0.5612
O	0.0231	0.4311	-0.4715
O	-0.2449	-0.4006	0.0321
O	-0.0312	-0.0472	-0.5005
O	0.152	0.1911	-0.0449
O	-0.1045	-0.2961	-0.1978
O	0.5726	0.0327	0.0831
O	-0.0128	0.5016	-0.1599
O	-0.3283	0.2979	0.2524
O	0.0984	-0.4626	0.4184
O	0.0733	-0.1897	-0.0384
O	0.0974	-0.2116	0.6194
O	0.1385	-0.2617	-0.2204
O	0.3138	0.3503	0.1405
O	-0.0864	0.1598	0.3119
O	-0.0865	0.0562	-0.5346
O	0.1497	-0.1762	0.1337
O	-0.1494	-0.1387	-0.5634
O	0.1455	0.1287	0.3799
O	-0.061	-0.1383	-0.1107
O	-0.3948	-0.0443	-0.238
O	-0.5744	0.4538	0.3983
O	-0.0616	-0.1028	0.2784
O	0.1292	-0.7143	-0.1116
O	-0.0197	0.2598	0.2928
O	0.2846	0.5492	0.0883
O	-0.1323	-0.0508	0.5371
O	0.2818	0.141	-0.0491
O	-0.0997	-0.0666	-0.4787
O	0.2146	-0.0083	0.2681
O	0.1728	-0.5122	-0.0348
O	0.5906	-0.195	0.1506
O	0.4624	-0.0795	0.1995
O	0.2164	-0.483	0.1872
O	-0.2334	-0.0157	0.0783
O	-0.1041	0.3214	0.4524
O	0.0816	0.0138	-0.4889
O	0.3644	-0.1091	-0.4945
O	-0.4305	0.3431	0.063
O	-0.5547	-0.0148	0.3164
O	-0.0988	-0.0491	0.7006
O	-0.0912	-0.0008	-0.0365
O	-0.4287	-0.0707	-0.4495
O	-0.0571	0.1679	-0.3971
O	-0.0541	0.3154	-0.6594
O	0.3534	0.1893	-0.5486
O	-0.2209	0.0274	-0.4773
O	0.2603	0.4167	-0.3441
O	0.184	-0.0391	0.2448
O	-0.3351	0.036	0.2891
O	0.0306	-0.0171	-0.5284
O	-0.0214	0.0687	-0.0697
O	-0.1278	0.5044	0.0761
O	0.334	-0.2135	-0.2619
O	0.1381	-0.0917	0.502
O	-0.535	0.3417	-0.217
O	-0.2192	0.3488	-0.0047
O	-0.4836	-0.2612	-0.0939
O	0.0944	-0.0295	-0.4235
O	0.1747	-0.1651	-0.3854
O	0.3265	0.1338	0.33
O	0.0983	-0.0718	-0.0699
O	-0.3024	-0.5228	-0.4964
O	0.4913	0.2231	0.3434
O	-0.011	0.2615	-0.5596
O	-0.2844	0.1508	-0.1456
O	-0.1654	-0.1281	-0.3376
O	-0.0552	-0.1689	0.0494
O	0.0157	0.0403	-0.216
O	-0.4528	-0.0429	-0.1464
O	-0.6217	-0.3117	-0.1027
O	0.177	-0.0827	-0.2563
O	0.2103	-0.342	0.2651
O	-0.2815	0.0308	0.3574
O	-0.1641	-0.7049	0.2439
O	-0.4702	-0.1043	-0.015
O	0.0552	0.0185	-0.0765
O	0.0839	0.0711	0.3617
O	-0.0486	-0.0583	0.5241
O	0.207	0.051	0.0626
O	-0.3021	-0.1056	0.4516
O	0.3888	0.4575	-0.5055
O	0.0586	0.0872	0.2133
O	-0.4082	0.2242	-0.2335
O	-0.0945	-0.3885	-0.2723
O	-0.3688	-0.2149	-0.3408
O	-0.3935	0.3004	-0.0672
O	0.0439	-0.1418	0.4789
O	-0.0627	0.0991	-0.2962
O	0.1315	0.6088	0.0823
O	-0.1095	-0.2504	-0.33
O	-0.1599	0.1188	0.0569
O	0.1966	0.3369	-0.2222
O	-0.207	-0.517	-0.1204
O	-0.0692	-0.099	-0.3874
O	-0.0131	0.1888	0.2575
O	-0.0332	0.0613	0.1241
O	-0.2286	-0.1386	-0.1523
O	-0.7375	-0.372	-0.228
O	-0.2062	-0.2227	-0.6576
O	-0.3461	0.0072	-0.1161
O	0.0525	0.0005	-0.1781
O	0.1808	-0.3054	-0.6093
O	-0.2223	0.0879	0.0721
O	0.2807	0.3182	-0.1495
O	0.1057	-0.3896	0.5599
O	0.3201	-0.4875	-0.3355
O	-0.0763	-0.0277	0.1358
O	0.0963	0.1543	-0.4543
O	0.3105	-0.3728	0.0294
O	-0.1575	0.4903	0.1309
O	0.2464	-0.1359	0.7344
O	-0.3031	-0.036	-0.3226
O	-0.0859	0.4146	0.0972
O	0.4021	0.0146	-0.0451
O	0.0172	-0.2856	0.2478
O	0.2123	-0.3061	-0.1161
O	0.0673	-0.1968	0.3826
O	0.3334	-0.4136	0.1605
O	0.2778	0.1916	0.6414
O	0.0548	-0.0621	0.2903
O	-0.125	-0.1966	0.4374
O	-0.2529	-0.3934	0.2804
O	-0.1939	-0.0105	-0.4093
O	-0.2946	-0.041	0.1275
O	-0.3009	0.1173	0.2581
O	-0.3587	0.1486	0.0572
O	0.0608	0.3276	0.5964
O	-0.2469	0.1405	-0.2839
O	-0.433	0.3122	0.3303
O	-0.0701	0.0145	0.1188
O	0.4696	-0.2193	-0.3883
O	0.4125	0.0265	-0.0004
O	-0.4958	0.0098	-0.1664
O	-0.6951	0.0563	-0.0162
O	0.2609	0.0481	-0.3216
O	-0.3397	0.6248	0.2401
O	0.2086	0.3223	-0.0148
O	0.1653	0.0281	-0.0321
O	0.0697	-0.1954	-0.2189
O	0.458	-0.4928	0.3485
O	0.121	0.0019	-0.0227
O	-0.0662	0.2682	0.2113
O	0.0146	0.1788	0.1433
O	0.1948	-0.4756	0.4395
O	-0.4724	-0.7011	0.1137
O	-0.1028	0.083	-0.273
O	-0.6171	-0.3276	0.0768
O	-0.418	-0.2185	-0.2475
O	-0.2852	0.4558	-0.3498
O	0.4435	-0.0647	-0.3737
O	-0.3671	0.155	0.3275
O	-0.0396	-0.3853	0.4173
O	0.1468	-0.2643	-0.2426
O	-0.2217	0.4114	-0.067
O	0.0155	-0.0976	0.5833
O	-0.5767	-0.0676	0.0239
